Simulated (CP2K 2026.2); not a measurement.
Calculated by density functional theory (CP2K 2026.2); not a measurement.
Periodic cell of 2016 atoms, Si1440O576, from a study of silicon, its oxide and their interface. The atomic structure is a simulated model.
Doubt: the forces sum to 6.73 eV/angstrom along one axis rather than to zero, so they err by at least 0.0033 eV/angstrom per atom on average; the grid cutoff is modest.

Settings: functional PBE; method Gaussian and plane waves; basis set DZVP-MOLOPT-SR-GTH; pseudopotentials GTH-PBE; grid cutoff 300 Ry, relative cutoff 40 Ry; k points Gamma only; occupations fixed; spin none; net charge 0.

Cell vectors (angstrom)
a	65.28	0	0
b	0	16.32	0
c	-0.186	-0.098	33.2324

Atoms and the computed forces on them: element, x, y, z (angstrom), force x, y, z (eV/angstrom)
Si	1.031	-0.919	-0.094	0.283	-0.205	0.695
Si	3.767	1.898	0.084	0.213	-0.379	0.689
Si	1.49	4.097	0.185	-0.338	0.17	0.637
Si	3.883	6.979	0.15	0.193	-0.122	0.69
Si	1.731	-7.067	0.06	-0.198	0.207	0.801
Si	4.416	-4.342	-0.12	-0.142	0.201	0.693
Si	6.957	-1.166	-0.338	0.047	-0.284	0.723
Si	9.375	1.676	0.108	0.137	-0.162	0.684
Si	7.077	3.821	0.121	-0.087	0.219	0.698
Si	9.674	6.666	0.083	-0.241	0.221	0.739
Si	6.558	9.694	0.083	0.161	-0.074	0.757
Si	9.841	-4.36	-0.009	-0.296	0.218	0.708
Si	12.505	-1.612	0.139	-0.142	0.137	0.766
Si	15.26	0.995	0.013	-0.225	0.26	0.7
Si	11.932	4.44	0.057	0.274	-0.226	0.698
Si	15.02	6.691	0.11	-0.211	0.245	0.74
Si	12.073	-6.479	0.43	-0.038	-0.172	0.776
Si	14.68	-3.845	0.083	0.231	-0.119	0.776
Si	17.633	-1.131	0.096	0.109	-0.259	0.69
Si	20.39	1.459	-0.266	0.024	-0.046	0.724
Si	17.242	4.451	-0.053	0.301	-0.32	0.737
Si	20.01	7.16	-0.175	0.248	-0.269	0.694
Si	17.751	-6.978	0.14	-0.107	0.156	0.772
Si	20.591	11.937	0.08	-0.11	0.103	0.76
Si	23.254	-1.773	0.324	-0.021	0.236	0.746
Si	25.515	1.44	0.13	0.416	-0.24	0.636
Si	23.409	3.873	0.067	-0.368	0.321	0.598
Si	26.065	6.563	0.1	-0.109	0.134	0.775
Si	22.808	9.741	0.044	0.099	-0.128	0.75
Si	25.499	12.397	0.098	0.334	-0.224	0.676
Si	28.815	-1.592	-0.01	-0.422	0.23	0.652
Si	31.234	1.141	0.148	-0.039	0.222	0.681
Si	28.335	4.385	0.042	0.071	-0.249	0.66
Si	31.554	6.495	0.197	-0.27	0.275	0.709
Si	28.432	9.469	-0.07	0.006	0.139	0.677
Si	30.993	12.361	-0.173	0.486	-0.321	0.597
Si	33.653	-0.85	-0.055	0.249	-0.229	0.809
Si	37.283	1.849	-0.109	-0.301	-0.315	0.586
Si	33.748	4.225	0.174	0.191	-0.265	0.631
Si	36.264	6.846	0.083	0.422	-0.168	0.681
Si	34.253	9.268	-0.006	-0.227	0.172	0.625
Si	36.664	12.208	0.021	0.076	-0.034	0.717
Si	39.795	-1.722	0.156	-0.321	0.245	0.58
Si	42.335	0.868	0.214	-0.017	0.326	0.703
Si	39.59	4.147	0.257	0.186	-0.151	0.7
Si	-23.208	6.797	0.065	0.348	-0.084	0.669
Si	39.804	8.979	0.097	-0.232	0.154	0.764
Si	-23.355	12.176	0.166	0.35	-0.191	0.577
Si	-20.634	-1.223	0.139	0.161	-0.132	0.766
Si	-18.002	1.622	0.028	0.3	-0.287	0.742
Si	-20.121	3.923	0.242	-0.308	0.057	0.742
Si	-17.823	6.919	0.179	0.182	-0.129	0.763
Si	-19.965	9.211	0.128	-0.261	0.067	0.713
Si	-17.445	11.95	0.055	-0.145	0.2	0.759
Si	-14.936	-1.627	-0.131	0.263	-0.113	0.66
Si	-12.535	1.532	0.128	0.237	-0.117	0.739
Si	-14.656	3.812	0.278	-0.169	0.03	0.737
Si	-12.041	6.466	0.246	-0.002	0.138	0.757
Si	-15.245	9.728	0.096	0.189	-0.09	0.771
Si	-11.78	11.973	0.132	-0.347	0.098	0.722
Si	-9.44	-1.516	0.019	-0.111	0.26	0.722
Si	-6.58	1.299	0.037	-0.257	0.087	0.71
Si	-9.761	4.388	0.103	0.092	-0.244	0.744
Si	-6.719	6.602	-0.042	-0.088	0.279	0.725
Si	-9.625	-6.665	0.078	0.179	-0.237	0.702
Si	-7.163	-3.685	-0.021	0.141	-0.218	0.762
Si	-4.518	-1.049	0.048	0.273	-0.099	0.735
Si	-1.331	1.212	0.009	-0.114	0.263	0.601
Si	-4.459	4.421	0.035	0.243	-0.042	0.737
Si	-1.551	7.3	0.03	0.022	-0.251	0.711
Si	-3.781	-6.787	-0.023	-0.263	0.025	0.682
Si	-1.232	-3.942	0.035	0.039	-0.155	0.748
Si	2.687	0.139	1.219	-0.008	-0.007	-0.053
Si	5.445	2.793	1.43	0.007	0.002	0.004
Si	2.686	5.549	1.531	0.002	0.009	-0.039
Si	5.424	8.179	1.442	-0.005	0.008	-0.064
Si	2.83	-5.397	1.298	0.016	0.001	-0.058
Si	5.581	-2.646	1.047	0.018	0.031	-0.071
Si	8.185	0.044	1.284	-0.008	0.011	-0.06
Si	10.907	2.822	1.409	-0.02	0.013	-0.059
Si	8.158	5.47	1.4	0.005	-0.005	-0.042
Si	10.821	-8.129	1.457	0.008	-0.006	-0.032
Si	8.168	-5.411	1.288	0.003	0.001	-0.042
Si	10.869	-2.728	1.367	0.016	-0.006	-0.067
Si	13.648	-0.009	1.383	-0.006	-0.011	-0.059
Si	16.277	2.737	1.254	0.008	-0.008	-0.02
Si	13.531	5.477	1.406	-0.007	-0.019	-0.057
Si	16.206	-8.113	1.44	0.016	-0.019	-0.055
Si	13.601	-5.264	1.627	0.009	0.028	-0.051
Si	16.369	-2.729	1.3	-0.017	0.015	-0.037
Si	19.184	0.077	1.306	0.001	0.029	-0.048
Si	21.655	2.804	1.216	0.045	-0.012	-0.066
Si	18.956	5.507	1.174	-0.026	0.011	-0.04
Si	21.642	8.139	1.268	-0.031	-0.006	-0.065
Si	19.006	10.848	1.404	0.002	-0.024	-0.065
Si	21.677	-2.884	1.557	-0.021	-0.018	-0.064
Si	24.383	-0.079	1.455	-0.003	-0.028	-0.036
Si	27.2	2.673	1.27	0.005	0.022	-0.068
Si	24.492	5.439	1.398	0.005	0.014	-0.05
Si	27.082	8.228	1.395	0.031	-0.045	-0.053
Si	24.369	10.84	1.414	0.007	-0.001	-0.053
Si	27.176	-2.756	1.257	0.021	0.001	-0.041
Si	29.848	-0.105	1.48	-0.008	-0.01	-0.069
Si	32.514	2.685	1.382	-0.018	-0.032	-0.028
Si	29.87	5.465	1.437	-0.027	0.002	0.001
Si	32.669	8.171	1.367	0.007	-0.008	-0.057
Si	29.941	10.76	1.235	-0.012	0.016	-0.088
Si	32.678	-2.735	1.11	-0.019	0.014	-0.019
Si	35.505	0.262	1.019	0.037	0.034	-0.018
Si	38.322	2.783	1.686	0.016	0.002	0.007
Si	35.303	5.326	1.545	0.013	0.001	-0.011
Si	38.06	7.931	1.266	-0.023	-0.027	-0.026
Si	35.416	10.775	1.361	-0.026	0.027	-0.049
Si	38.049	-2.746	1.33	0.002	-0.007	-0.02
Si	40.852	-0.203	1.614	-0.017	0.009	-0.02
Si	-21.782	2.64	1.336	0.014	-0.05	-0.055
Si	-24.301	5.4	1.556	-0.023	0.057	-0.036
Si	-21.654	8.066	1.312	-0.011	-0.015	-0.066
Si	-24.501	10.647	1.466	-0.029	-0.051	-0.02
Si	-21.714	-2.911	1.377	-0.018	0.016	-0.043
Si	-19.035	-0.031	1.381	-0.007	0.008	-0.042
Si	-16.33	2.619	1.386	0.001	-0.003	-0.009
Si	-18.932	5.39	1.575	0.011	0.01	-0.048
Si	-16.28	8.126	1.471	0.01	0.006	-0.032
Si	-18.928	10.796	1.467	0.023	0.011	-0.061
Si	-16.266	-2.837	1.376	0.007	-0.026	-0.086
Si	-13.584	-0.206	1.3	-0.022	0.017	-0.042
Si	-10.893	2.72	1.358	-0.005	-0.005	-0.046
Si	-13.518	5.328	1.628	-0.009	-0.011	-0.044
Si	-10.83	8.108	1.397	0.013	0.006	-0.057
Si	-13.563	10.884	1.285	0.009	0.009	-0.027
Si	-10.806	-2.73	1.493	-0.013	0.01	-0.062
Si	-8.205	0.076	1.273	0.001	0.011	-0.04
Si	-5.457	2.809	1.422	-0.009	0.01	-0.043
Si	-8.182	5.49	1.437	0.011	-0.001	-0.063
Si	-5.465	8.275	1.146	0.019	-0.021	-0.048
Si	-8.123	-5.385	1.328	-0.005	0.02	-0.066
Si	-5.588	-2.628	1.376	0.006	-0.001	-0.061
Si	-2.813	-0.004	1.328	-0.012	-0.012	-0.021
Si	-0.128	2.813	1.297	-0.02	-0.011	-0.063
Si	-2.751	5.59	1.195	0.027	-0.011	-0.07
Si	0.034	8.312	1.415	0.033	-0.018	-0.054
Si	-2.685	-5.26	1.363	0.031	-0.032	-0.071
Si	0.165	-2.634	1.327	-0.018	0.046	-0.042
Si	1.303	1.451	2.649	0.005	-0.006	0.017
Si	4.102	4.166	2.794	-0.007	0.011	0.017
Si	1.299	6.904	2.814	-0.02	0.005	0.032
Si	4.088	9.579	2.765	-0.004	-0.012	0.046
Si	1.486	-4.015	2.668	-0.035	-0.046	-0.002
Si	4.13	-1.303	2.471	0.016	-0.007	-0.016
Si	6.785	1.348	2.697	0.033	-0.001	0.038
Si	9.53	4.141	2.786	-0.007	0.005	0.031
Si	6.803	6.827	2.752	-0.001	-0.002	0.008
Si	9.457	-6.748	2.756	-0.011	0.004	0.013
Si	6.831	-3.975	2.596	-0.046	-0.012	0.012
Si	9.515	-1.318	2.663	0	0.002	0.003
Si	12.268	1.394	2.685	-0.007	-0.01	-0.001
Si	14.902	4.045	2.682	0.015	-0.012	0.026
Si	12.208	6.843	2.785	0.007	0.012	0.034
Si	14.939	-6.735	2.826	-0.003	-0.013	0.022
Si	12.187	-3.953	2.89	-0.017	0.02	0.047
Si	15.024	-1.357	2.727	0.007	-0.018	0.038
Si	17.739	1.447	2.627	-0.011	-0.028	0.004
Si	20.323	4.164	2.585	-0.028	-0.008	0.018
Si	17.628	6.8	2.687	0.034	0.016	0.034
Si	20.353	9.468	2.743	0.012	-0.01	0.045
Si	17.665	12.248	2.716	-0.006	0.009	0.005
Si	20.378	-1.351	2.742	-0.015	0.01	0.013
Si	22.993	1.389	2.662	-0.001	0.027	-0.006
Si	25.852	4.034	2.709	0.032	-0.013	0.023
Si	23.051	6.811	2.638	0.019	0.041	0.001
Si	25.733	9.513	2.765	0	0.019	0.006
Si	23.08	12.147	2.872	0.001	-0.028	0.049
Si	25.848	-1.411	2.716	0.008	-0.02	0.009
Si	28.504	1.343	2.717	-0.011	0.011	0.003
Si	31.203	4.054	2.769	0.009	0.009	0.024
Si	28.535	6.891	2.728	-0.012	0.016	0.022
Si	31.299	9.52	2.689	-0.013	-0.002	0.016
Si	28.549	12.161	2.6	0.005	0.01	0.02
Si	31.316	-1.499	2.665	0.02	-0.027	0.026
Si	34.066	1.381	2.607	0.02	-0.012	0.011
Si	36.764	4.06	2.87	-0.012	0.002	-0.004
Si	33.965	6.78	2.802	-0.03	-0.015	0.059
Si	36.794	9.394	2.683	0.024	0.011	0.002
Si	34.017	12.249	2.572	-0.028	-0.006	0.023
Si	36.703	-1.247	2.548	-0.026	0.022	0.003
Si	39.552	1.255	2.904	0.038	0.003	0.026
Si	-23.028	3.954	2.834	0.044	-0.041	0.007
Si	-25.843	6.705	2.763	-0.03	0.004	0.05
Si	-23.022	9.388	2.762	0.012	-0.002	0.029
Si	-25.887	12.127	2.711	0.003	0.02	0.012
Si	-23.038	-1.584	2.861	0.032	0.005	0.038
Si	-20.395	1.312	2.764	-0.017	-0.004	0.035
Si	-17.576	3.995	2.85	0.022	-0.006	0.013
Si	-20.371	6.747	2.811	-0.027	0.015	0.031
Si	-17.609	9.459	2.868	-0.002	-0.015	0.042
Si	-20.334	12.138	2.767	-0.012	0.011	0.016
Si	-17.642	-1.422	2.692	-0.002	0	-0.007
Si	-14.971	1.185	2.693	0.036	-0.003	0.024
Si	-12.157	3.979	2.903	0.014	-0.017	0.045
Si	-14.919	6.764	2.82	-0.006	0.003	0.004
Si	-12.237	9.493	2.695	-0.019	-0.01	0.037
Si	-14.877	12.193	2.755	0.001	-0.02	0.024
Si	-12.219	-1.399	2.778	-0.007	0.007	0
Si	-9.528	1.375	2.702	0.005	0.024	0.019
Si	-6.847	4.103	2.779	-0.014	-0.001	0.029
Si	-9.488	6.832	2.821	-0.009	-0.01	0.035
Si	-6.753	-6.752	2.642	-0.017	-0.031	0.001
Si	-9.447	12.227	2.801	0.014	0.001	0.044
Si	-6.893	-1.267	2.744	-0.009	-0.001	0.045
Si	-4.072	1.423	2.727	0.012	-0.005	0.008
Si	-1.448	4.201	2.633	-0.009	0.01	0.01
Si	-4.11	6.921	2.599	-0.017	0.015	0.044
Si	-1.323	-6.624	2.738	-0.026	-0.008	0.019
Si	-4.137	-3.979	2.681	0.014	0.013	-0.002
Si	-1.372	-1.354	2.647	0.026	0.015	0.027
Si	-0.025	0.053	4.006	0.008	-0.023	-0.011
Si	2.688	2.763	4.05	-0.004	-0.011	-0.012
Si	-0.066	5.485	4.07	-0.004	-0.009	0.004
Si	2.704	8.249	4.126	0.007	0.018	-0.008
Si	0.062	-5.308	4.07	0.006	0.003	0.011
Si	2.822	-2.628	3.974	0.041	0.013	0.02
Si	5.408	-0.003	4.002	-0.017	-0.007	-0.001
Si	8.143	2.737	4.062	-0.014	0.013	-0.007
Si	5.449	5.508	4.138	-0.014	0.01	0.032
Si	8.133	-8.115	4.114	0.015	-0.014	0.014
Si	5.481	-5.338	4.026	0.025	-0.008	-0.004
Si	8.153	-2.663	4.035	0.005	-0.016	-0.007
Si	10.879	0.043	4.029	0.003	-0.006	0.01
Si	13.584	2.729	4.09	-0.001	0.018	0.017
Si	10.87	5.489	4.147	-0.008	-0.013	0.004
Si	13.569	-8.117	4.13	-0.01	-0.016	0.003
Si	10.832	-5.403	4.132	0.008	-0.011	-0.006
Si	13.618	-2.617	4.151	0.009	0.005	-0.004
Si	16.375	0.059	4.023	0.009	0.005	-0.022
Si	19.03	2.798	4.022	-0.004	0.006	0.018
Si	16.276	5.424	4.033	0.004	-0.003	-0.007
Si	18.981	8.135	4.085	-0.016	0.004	-0.001
Si	16.331	10.921	4.129	0.003	0.007	0.007
Si	18.993	-2.693	4.079	0.015	-0.007	0.015
Si	21.727	0.018	4.082	0.002	0.011	0.004
Si	24.427	2.7	4.026	-0.003	0.016	0.006
Si	21.706	5.454	4.001	-0.018	-0.008	0.008
Si	24.389	8.131	4.074	-0.021	-0.002	0.014
Si	21.7	10.797	4.154	-0.013	-0.006	0.015
Si	24.478	-2.741	4.102	-0.012	0.008	-0.005
Si	27.163	-0.022	4.074	-0.003	-0.001	0.003
Si	29.877	2.671	4.094	0.007	-0.004	0.022
Si	27.195	5.442	4.049	-0.017	0.008	-0.02
Si	29.929	8.189	4.079	0.003	-0.007	0.022
Si	27.175	10.876	4.037	0.014	0.022	-0.018
Si	29.909	-2.808	4.013	-0.007	-0.003	0.002
Si	32.697	-0.054	3.96	0.002	-0.004	-0.025
Si	35.347	2.674	4.108	-0.018	0.02	0.014
Si	32.587	5.415	4.113	-0.012	0.016	0.006
Si	35.394	8.118	4.092	0.026	-0.008	-0.005
Si	32.667	10.91	4.002	0.03	-0.004	0.002
Si	35.375	-2.686	3.937	-0.001	0.003	-0.012
Si	38.057	-0.067	4.101	-0.019	-0.018	-0.009
Si	-24.391	2.641	4.216	-0.025	0.002	0.019
Si	-27.16	5.408	4.197	0.001	0.003	0.033
Si	-24.456	8.08	4.105	0.015	-0.015	-0.016
Si	-27.206	10.788	4.09	0	-0.004	0.024
Si	-24.494	-2.884	4.13	-0.01	-0.003	0.012
Si	-21.708	-0.1	4.14	-0.017	0.023	-0.019
Si	-19.015	2.653	4.148	-0.022	-0.004	-0.021
Si	-21.703	5.361	4.17	-0.009	0.039	-0.009
Si	-19.014	8.104	4.179	-0.002	0.012	-0.011
Si	-21.709	10.789	4.129	-0.003	-0.024	-0.014
Si	-18.985	-2.781	4.092	0.022	0.002	0.018
Si	-16.311	-0.095	4.12	-0.018	0.024	0.006
Si	-13.604	2.584	4.112	-0.005	-0.027	-0.038
Si	-16.258	5.39	4.185	-0.009	0	0.018
Si	-13.552	8.146	4.131	0.01	0.015	-0.003
Si	-16.231	10.844	4.155	0.005	-0.001	-0.002
Si	-13.566	-2.757	4.141	-0.029	-0.003	-0.019
Si	-10.859	-0.005	4.094	0.016	-0.001	0.001
Si	-8.182	2.716	4.113	-0.007	0.001	0.002
Si	-10.821	5.425	4.18	0.01	-0.014	-0.011
Si	-8.101	8.223	4.083	-0.007	0.02	-0.007
Si	-10.87	10.853	4.085	-0.008	0.009	-0.022
Si	-8.143	-2.69	4.142	0.003	0.01	0.002
Si	-5.457	0.057	4.072	-0.015	-0.004	-0.021
Si	-2.725	2.807	4.053	0.024	-0.009	0.008
Si	-5.428	5.52	4.03	0.026	0.007	-0.04
Si	-2.725	8.248	4.01	0.016	-0.011	-0.036
Si	-5.428	-5.402	4.045	-0.005	0.02	0.006
Si	-2.733	-2.667	4.047	0.015	0.016	0.011
Si	1.395	-1.29	16.293	0.01	0.003	-0.007
Si	4.116	1.457	16.312	0.02	-0.001	0.003
Si	1.372	4.148	16.332	0.009	0	0
Si	4.091	6.836	16.297	0.004	-0.002	0
Si	1.38	-6.806	16.29	-0.008	-0.008	-0.004
Si	4.098	-4.041	16.298	-0.001	0	-0.002
Si	6.836	-1.281	16.253	0.002	0.004	-0.019
Si	9.497	1.412	16.303	0.003	-0.008	-0.006
Si	6.786	4.092	16.311	-0.001	-0.022	-0.009
Si	9.548	-9.473	16.326	0.003	0.014	0.004
Si	6.818	-6.74	16.285	-0.014	0	-0.017
Si	9.546	-4.023	16.325	0.011	0.012	-0.003
Si	12.212	-1.36	16.305	-0.001	-0.007	-0.01
Si	14.913	1.371	16.32	-0.012	0	-0.01
Si	12.23	4.125	16.327	0.005	-0.007	-0.007
Si	14.951	-9.458	16.34	0.002	0.001	0
Si	12.259	-6.756	16.331	0.005	0.018	-0.001
Si	14.967	-4.059	16.336	0	0.008	0.002
Si	17.639	-1.366	16.307	0	-0.002	-0.011
Si	20.369	1.361	16.248	-0.003	-0.002	0
Si	17.664	4.119	16.284	0.006	-0.008	0.001
Si	20.382	6.858	16.268	-0.002	-0.016	-0.009
Si	17.723	9.561	16.386	0.015	-0.023	0.015
Si	20.401	-4.066	16.331	0.005	0.007	-0.01
Si	23.064	-1.376	16.227	-0.018	-0.011	0.012
Si	25.79	1.377	16.176	-0.008	-0.006	-0.022
Si	23.086	4.1	16.256	0.005	-0.017	-0.004
Si	25.823	6.868	16.282	0.027	-0.012	-0.001
Si	23.113	9.578	16.281	0.006	0.007	0.004
Si	25.822	-4.101	16.177	0	-0.003	-0.013
Si	28.543	-1.376	16.195	-0.008	0.01	-0.018
Si	31.285	1.381	16.179	0.02	-0.01	-0.016
Si	28.544	4.154	16.2	0.015	-0.006	-0.007
Si	31.247	6.78	16.315	0.004	-0.011	0.003
Si	28.547	9.48	16.271	-0.013	0.013	0.008
Si	31.261	-4.092	16.299	-0.006	0.019	-0.015
Si	34.002	-1.353	16.288	0.01	0.02	-0.006
Si	36.634	1.358	16.365	-0.013	-0.018	-0.018
Si	33.969	4.097	16.37	0.02	0.004	0
Si	36.634	6.814	16.367	-0.012	0.004	-0.011
Si	33.965	9.523	16.354	0.015	0.006	-0.004
Si	36.67	-4.116	16.314	-0.009	0.011	-0.008
Si	39.419	-1.363	16.33	-0.001	0.006	-0.011
Si	-23.127	1.322	16.294	0.008	-0.016	-0.013
Si	-25.886	4.088	16.342	0.019	0	0.005
Si	-23.184	6.764	16.335	0.001	-0.015	-0.016
Si	-25.892	9.482	16.363	0.007	0.006	-0.005
Si	-23.172	-4.115	16.333	-0.017	-0.011	-0.011
Si	-20.369	-1.394	16.354	0.008	0.009	-0.006
Si	-17.646	1.358	16.359	-0.015	0.003	-0.01
Si	-20.36	4.037	16.337	0.003	0.011	-0.015
Si	-17.629	6.75	16.383	-0.001	0.001	0
Si	-20.411	9.47	16.351	0.008	0.016	-0.01
Si	-17.662	-4.14	16.379	-0.001	-0.041	-0.012
Si	-14.893	-1.399	16.346	-0.005	0.013	-0.014
Si	-12.188	1.312	16.359	-0.006	-0.009	-0.007
Si	-14.9	4.034	16.409	0.017	-0.01	-0.003
Si	-12.212	6.708	16.405	-0.014	-0.008	0.002
Si	-14.898	9.448	16.401	0.004	-0.012	-0.012
Si	-12.182	-4.154	16.391	-0.016	0.005	0.002
Si	-9.469	-1.395	16.318	-0.007	-0.008	-0.012
Si	-6.766	1.308	16.357	-0.008	-0.006	0.003
Si	-9.472	4.045	16.378	0.004	0.005	-0.004
Si	-6.774	6.751	16.4	0.003	-0.01	0.004
Si	-9.462	9.446	16.379	-0.001	0.007	-0.001
Si	-6.756	-4.158	16.346	-0.011	0.018	-0.001
Si	-4.068	-1.405	16.324	-0.005	-0.008	-0.004
Si	-1.357	1.37	16.343	0	0.001	0.002
Si	-4.04	4.061	16.327	-0.009	0.007	-0.002
Si	-1.319	6.783	16.378	0.011	0.013	0.012
Si	-4.08	9.478	16.341	-0.019	0.014	0.008
Si	-1.351	-4.069	16.265	-0.014	-0.007	-0.009
Si	2.755	0.105	17.639	-0.015	0.004	0.007
Si	5.437	2.793	17.763	-0.003	0.011	-0.009
Si	2.751	5.499	17.702	0	0.014	0.006
Si	5.447	8.227	17.616	0.011	0.008	0.004
Si	2.717	-5.423	17.629	0.016	0.012	0.003
Si	5.528	-2.673	17.58	-0.004	0.012	-0.002
Si	8.12	0.087	17.676	-0.003	-0.005	0
Si	10.856	2.757	17.664	-0.018	0.02	0.029
Si	8.179	5.436	17.618	0.01	-0.004	0.009
Si	10.932	-8.124	17.703	-0.008	-0.024	-0.001
Si	8.205	-5.414	17.652	-0.017	0.004	-0.017
Si	10.843	-2.639	17.735	0.007	-0.004	0.014
Si	13.577	-0.049	17.67	0.003	-0.002	0.001
Si	16.277	2.771	17.621	0.008	0.01	0.011
Si	13.575	5.504	17.691	-0.007	0.003	-0.017
Si	16.328	-8.117	17.716	0.005	-0.007	0.018
Si	13.589	-5.378	17.706	-0.005	0.005	0.023
Si	16.322	-2.727	17.728	0.01	-0.005	0
Si	19.03	-0.014	17.607	-0.01	-0.009	0.017
Si	21.703	2.737	17.6	-0.019	0.008	-0.012
Si	19.048	5.482	17.62	-0.011	0.003	-0.01
Si	21.713	8.252	17.618	0.008	-0.002	0.014
Si	19.094	10.934	17.784	0.005	0.02	0.012
Si	21.806	-2.752	17.683	0.026	0.007	0.004
Si	24.396	0.04	17.509	0.015	0.003	-0.011
Si	27.154	2.781	17.451	-0.02	0.021	0.007
Si	24.452	5.484	17.583	-0.001	-0.006	0.019
Si	27.184	8.194	17.707	-0.007	0.012	0.016
Si	24.516	10.92	17.625	-0.002	-0.005	0.011
Si	27.128	-2.716	17.506	-0.009	0.02	0.021
Si	29.997	-0.053	17.472	0.013	-0.009	-0.021
Si	32.542	2.719	17.642	-0.019	-0.011	-0.015
Si	29.862	5.442	17.679	-0.01	-0.038	0.003
Si	32.585	8.149	17.685	0.004	-0.002	-0.004
Si	29.885	10.845	17.624	0.011	-0.005	0.005
Si	32.663	-2.726	17.624	0.01	-0.01	-0.022
Si	35.268	-0.004	17.755	-0.002	0.002	0.01
Si	37.983	2.766	17.676	-0.015	0.009	0.001
Si	35.262	5.512	17.782	-0.018	-0.008	0.01
Si	38.008	8.139	17.743	-0.002	0.016	0.003
Si	35.327	10.877	17.738	-0.004	-0.003	0.007
Si	38.005	-2.716	17.632	-0.01	0.01	-0.011
Si	40.807	-0.007	17.68	0.011	-0.01	0
Si	-21.761	2.672	17.633	0.014	-0.007	0.001
Si	-24.549	5.445	17.741	-0.004	0.015	0.013
Si	-21.814	8.111	17.671	-0.007	0.003	0.013
Si	-24.544	10.862	17.714	-0.01	0.003	0.002
Si	-21.79	-2.753	17.652	-0.006	0.02	-0.005
Si	-18.994	-0.009	17.701	-0.005	-0.003	-0.007
Si	-16.279	2.69	17.759	0	-0.008	0.015
Si	-18.992	5.381	17.721	-0.008	-0.019	0.008
Si	-16.219	8.05	17.767	0.022	0.002	0.008
Si	-19.057	10.82	17.725	-0.018	0.001	-0.018
Si	-16.235	-2.78	17.678	0.021	0.011	0.01
Si	-13.536	-0.049	17.725	0.003	0.009	0.006
Si	-10.827	2.67	17.715	-0.001	-0.016	-0.017
Si	-13.564	5.371	17.831	-0.011	0.014	0.023
Si	-10.789	8.031	17.719	0	-0.004	-0.009
Si	-13.532	10.794	17.773	0.015	0.02	0.002
Si	-10.787	-2.764	17.686	0.016	0.012	-0.007
Si	-8.145	-0.053	17.715	0.025	0.009	0.012
Si	-5.367	2.667	17.674	-0.005	-0.008	-0.004
Si	-8.113	5.368	17.784	-0.01	-0.006	0.013
Si	-5.434	8.133	17.761	0.005	0.013	-0.005
Si	-8.084	-5.532	17.741	0.019	-0.006	0.005
Si	-5.416	-2.784	17.694	0.01	-0.018	0.009
Si	-2.714	-0.049	17.678	0.004	-0.006	0.001
Si	-0.017	2.797	17.667	-0.032	-0.004	0
Si	-2.699	5.396	17.723	0.013	-0.027	-0.024
Si	0.084	-8.172	17.711	-0.012	-0.011	0.01
Si	-2.692	-5.453	17.615	0.028	0.018	-0.017
Si	0.015	-2.685	17.58	-0.009	-0.005	-0.023
Si	1.38	1.495	18.99	0.041	0.003	-0.029
Si	4.066	4.177	19.131	0.01	-0.023	-0.004
Si	1.461	6.831	19.142	-0.011	0.034	-0.004
Si	4.095	-6.744	18.995	-0.018	-0.005	-0.009
Si	1.339	-4.033	18.93	0.016	-0.036	-0.023
Si	4.21	-1.263	18.877	0.017	0.039	-0.039
Si	6.835	1.452	19.118	0.002	-0.001	-0.001
Si	9.532	4.143	19.052	-0.015	-0.005	-0.015
Si	6.819	6.828	18.897	-0.014	-0.007	-0.032
Si	9.57	-6.758	19.029	0.013	0.007	-0.008
Si	6.87	-4.021	18.973	0.024	0.023	-0.019
Si	9.41	-1.269	19.074	0.006	-0.028	-0.032
Si	12.151	1.284	18.959	-0.025	-0.026	-0.005
Si	14.947	4.147	19.008	0.022	-0.005	-0.004
Si	12.251	-9.483	19.127	0.015	-0.002	0.003
Si	14.968	-6.724	19.066	0.005	0.008	-0.023
Si	12.232	-3.998	19.08	0.027	-0.005	-0.03
Si	14.929	-1.396	19.082	-0.034	0.003	-0.004
Si	17.638	1.365	18.902	0.037	-0.019	-0.05
Si	20.366	4.096	18.981	-0.003	-0.009	-0.02
Si	17.743	-9.495	19.023	-0.019	0.014	-0.046
Si	20.573	9.649	19.15	0.076	-0.014	0.026
Si	17.687	-4.046	19.152	-0.002	-0.005	-0.004
Si	20.381	-1.403	18.963	-0.023	0.014	-0.039
Si	23.073	1.377	18.913	-0.002	-0.005	-0.001
Si	25.843	4.112	18.883	0.017	0.01	-0.029
Si	23.04	6.844	18.899	-0.002	-0.038	-0.029
Si	25.834	9.611	19.062	0.019	0.004	-0.024
Si	23.282	-4.036	19.079	-0.007	0.054	-0.019
Si	25.715	-1.355	18.808	-0.012	-0.052	-0.052
Si	28.589	1.37	18.605	0.02	0.032	-0.04
Si	31.169	4.029	19.048	-0.004	0.011	-0.02
Si	28.529	6.805	19.074	-0.034	0.021	0.008
Si	31.247	9.513	19.036	0.014	-0.003	-0.013
Si	28.455	-4.085	18.85	-0.009	0.001	-0.053
Si	31.307	-1.371	18.945	0.023	0.034	-0.028
Si	33.783	1.346	19.063	-0.016	-0.047	-0.013
Si	36.659	4.147	19.093	0.025	0.005	-0.025
Si	33.818	6.83	19.194	-0.006	-0.016	0.001
Si	36.667	9.509	19.128	0.012	-0.009	-0.015
Si	33.989	-4.025	19.075	0.007	0.033	-0.02
Si	36.693	-1.39	19.06	0.006	-0.021	-0.022
Si	39.39	1.393	18.941	0	-0.005	-0.035
Si	-23.12	4.03	18.975	0.019	-0.022	-0.044
Si	39.316	6.772	19.153	-0.021	-0.027	-0.026
Si	-23.195	9.448	19.041	0.013	-0.005	-0.027
Si	39.334	-4.044	19.008	-0.002	-0.007	-0.029
Si	42.194	-1.369	19.042	0.005	-0.001	-0.01
Si	-20.406	1.351	19.023	-0.026	0.023	-0.019
Si	-17.585	4.099	19.147	0.032	0.012	-0.036
Si	-20.468	6.701	18.986	-0.023	0.003	-0.05
Si	-17.633	9.432	19.009	0.007	0.004	-0.011
Si	-20.503	-4.138	19.029	-0.013	-0.033	0.011
Si	-17.56	-1.374	18.994	0.017	0.02	-0.02
Si	-14.906	1.299	19.094	-0.026	-0.001	-0.034
Si	-12.144	3.993	19.133	0.002	-0.02	-0.011
Si	-14.918	6.7	19.273	-0.021	0.028	-0.028
Si	-12.14	9.356	19.065	-0.004	-0.026	-0.016
Si	-14.879	-4.097	19.098	0.014	-0.008	0.012
Si	-12.123	-1.404	19.046	0.012	-0.007	-0.038
Si	-9.493	1.321	19.09	-0.016	0.02	-0.031
Si	-6.721	3.951	19.071	0.005	-0.007	-0.026
Si	-9.473	6.711	19.185	-0.009	0.014	-0.012
Si	-6.814	9.414	19.207	-0.012	-0.013	-0.003
Si	-9.414	-4.114	19.038	-0.013	0.042	-0.027
Si	-6.807	-1.45	19.049	-0.02	-0.012	-0.044
Si	-4.063	1.286	19.057	-0.005	0.015	-0.015
Si	-1.382	4.045	19.143	0.009	-0.043	0.005
Si	-4.048	6.761	19.07	-0.001	-0.013	-0.003
Si	-1.307	-6.763	18.965	-0.008	0.021	-0.036
Si	-4.049	-4.176	19.023	-0.013	-0.004	-0.036
Si	-1.315	-1.397	18.998	-0.015	0	-0.001
Si	0.075	0.013	20.252	-0.04	0.006	0.049
Si	2.629	2.875	20.493	-0.035	0.011	0.05
Si	-0.007	5.492	20.453	0.019	-0.007	0.02
Si	2.813	8.292	20.503	-0.01	-0.022	0.038
Si	-0.004	-5.345	20.342	-0.037	0.009	0.057
Si	2.837	-2.687	20.079	0.015	-0.016	0.03
Si	5.459	0.06	20.407	-0.009	-0.025	0.063
Si	8.174	2.851	20.492	0.002	-0.001	0.079
Si	5.455	5.628	20.374	0.002	-0.003	0.062
Si	8.249	8.074	20.249	0.023	-0.032	0.027
Si	5.51	-5.383	20.271	-0.003	-0.002	0.033
Si	8.114	-2.679	20.463	0.023	-0.001	0.061
Si	10.714	0.106	20.452	0.001	0.027	0.045
Si	13.55	2.646	20.185	0.023	0.014	0.02
Si	10.866	5.476	20.491	-0.003	0.011	0.032
Si	13.658	-8.113	20.447	0.012	-0.013	0.05
Si	10.866	-5.372	20.423	-0.007	0.033	0.056
Si	13.552	-2.655	20.547	-0.017	-0.013	0.052
Si	16.338	0	20.306	0.008	-0.004	0.057
Si	18.947	2.732	20.274	-0.018	0.034	0.056
Si	16.392	5.445	20.401	-0.002	-0.007	0.014
Si	19.081	-8.029	20.342	-0.054	-0.018	0.028
Si	16.268	-5.361	20.521	-0.009	-0.014	0.051
Si	19.124	-2.729	20.481	0.013	0.005	0.032
Si	21.733	-0.003	20.251	-0.019	0.01	0.064
Si	24.462	2.746	20.195	-0.014	0.033	0.049
Si	21.75	5.468	20.297	0.031	0.005	0.055
Si	24.446	8.116	20.253	0.012	0.02	0.002
Si	22.158	10.885	20.587	0.055	-0.089	0.03
Si	24.519	-2.529	20.464	-0.027	-0.01	0.081
Si	27.237	0.011	19.819	-0.037	-0.019	0.008
Si	29.767	2.535	20.209	0.014	-0.001	0.101
Si	27.193	5.359	20.384	-0.013	-0.055	0.063
Si	29.807	8.264	20.437	-0.026	-0.023	0.035
Si	27.098	11.135	20.413	-0.046	-0.002	0.045
Si	29.884	-2.779	20.118	0.025	-0.024	0.034
Si	32.458	-0.047	20.535	0.006	0.015	0.062
Si	35.118	2.836	20.272	-0.015	0.042	0.012
Si	32.3	5.457	20.534	-0.021	0.049	0.058
Si	35.258	8.205	20.536	-0.021	0.031	0.019
Si	32.614	10.903	20.376	0.002	-0.005	0.026
Si	35.353	-2.701	20.517	0.014	-0.011	0.046
Si	38.094	0.032	20.314	0.014	-0.005	0.053
Si	40.725	2.75	20.289	0.01	0.024	0.055
Si	38.005	5.409	20.634	0.045	0.023	0.034
Si	40.708	8.153	20.452	0.004	0.019	0.035
Si	38.018	10.952	20.447	-0.002	-0.006	0.054
Si	40.727	-2.697	20.321	-0.004	0.006	0.045
Si	43.545	0.011	20.436	0.006	-0.014	0.062
Si	-19.005	2.701	20.347	-0.003	0.019	0.059
Si	-21.771	5.313	20.388	0.043	0.008	0.051
Si	-19.056	8.03	20.255	0.013	-0.02	0.046
Si	-21.894	10.807	20.431	-0.001	0.009	0.036
Si	-19.061	-2.686	20.191	-0.02	0.028	0.033
Si	-16.171	-0.133	20.474	0.017	-0.011	0.044
Si	-13.551	2.658	20.454	-0.013	-0.01	0.062
Si	-16.311	5.379	20.752	0.009	0.01	0.045
Si	-13.41	8.022	20.559	0.019	-0.049	0.038
Si	-16.318	10.844	20.368	-0.017	-0.012	0.061
Si	-13.393	-2.769	20.445	-0.008	-0.025	0.03
Si	-10.844	-0.033	20.459	-0.002	0.005	0.064
Si	-8.06	2.579	20.465	0.013	-0.011	0.025
Si	-10.762	5.279	20.561	0.031	0.003	0.036
Si	-8.144	8.012	20.658	0.001	0	0.054
Si	-10.726	-5.559	20.284	0.034	-0.013	0.021
Si	-8.092	-2.83	20.497	0.003	-0.014	0.046
Si	-5.476	-0.046	20.372	-0.037	0.016	0.074
Si	-2.658	2.48	20.5	0.065	0.004	0.017
Si	-5.377	5.338	20.4	-0.036	0	0.025
Si	-2.633	-8.157	20.316	-0.006	0.03	0.026
Si	-5.371	-5.55	20.469	0.027	0.01	0.025
Si	-2.651	-2.801	20.332	0.017	-0.014	0.058
Si	1.751	-1.118	21.352	-0.064	0.005	-0.691
Si	3.794	1.203	21.603	0.207	0.126	-0.779
Si	0.947	3.931	21.908	0.387	0.189	-0.61
Si	4.489	7.253	21.803	-0.313	-0.197	-0.725
Si	1.208	-6.776	21.699	0.347	0.224	-0.69
Si	4.256	-3.849	21.49	-0.061	-0.165	-0.731
Si	6.444	-1.611	21.763	0.266	0.237	-0.676
Si	9.711	1.747	21.916	-0.232	-0.235	-0.706
Si	6.999	4.508	21.687	-0.017	-0.177	-0.759
Si	9.275	6.634	21.845	0.239	0.104	-0.694
Si	6.758	-6.977	21.423	-0.019	0.172	-0.7
Si	9.744	-3.787	21.78	-0.226	-0.176	-0.773
Si	11.855	-1.465	21.725	0.253	0.076	-0.746
Si	15.065	1.515	21.546	-0.097	-0.227	-0.701
Si	12.072	3.766	21.558	-0.086	0.154	-0.654
Si	15.347	-9.229	21.683	-0.197	-0.06	-0.744
Si	12.438	-6.542	21.698	-0.105	-0.195	-0.76
Si	14.632	-4.29	21.908	0.211	0.295	-0.722
Si	17.967	-1.016	21.655	-0.101	-0.264	-0.71
Si	20.169	1.178	21.475	0.073	0.157	-0.764
Si	17.329	3.692	21.697	0.272	0.339	-0.724
Si	20.305	-9.534	21.598	0.158	0.093	-0.734
Si	17.5	-6.953	21.73	0.082	0.178	-0.683
Si	20.852	-3.865	21.713	-0.13	-0.059	-0.649
Si	22.821	-1.444	21.736	0.252	0.121	-0.79
Si	26.068	1.405	21.195	-0.134	0.111	-0.639
Si	23.409	4.353	21.547	-0.147	-0.1	-0.757
Si	25.574	6.573	21.547	0.24	0.035	-0.767
Si	23.764	9.491	22.029	-0.272	0.138	-0.838
Si	26.229	-3.416	21.843	-0.181	-0.202	-0.676
Si	28.466	-1.352	21.215	-0.031	-0.058	-0.524
Si	30.565	0.874	21.672	0.299	0.018	-0.755
Si	28.182	3.55	21.553	0.099	0.254	-0.783
Si	30.879	6.842	21.957	0.02	-0.136	-0.753
Si	28.645	9.932	21.632	-0.173	-0.136	-0.695
Si	30.958	-4.277	21.548	0.138	0.095	-0.692
Si	34.263	-1.005	21.744	-0.427	-0.435	-0.599
Si	36.453	1.312	21.351	0.231	0.197	-0.659
Si	33.964	4.336	21.726	-0.243	-0.327	-0.629
Si	36.312	6.562	21.863	0.415	0.297	-0.583
Si	34.19	9.897	21.807	-0.149	-0.286	-0.737
Si	36.509	-4.252	21.907	0.194	0.292	-0.66
Si	39.72	-1.035	21.661	-0.227	-0.136	-0.712
Si	41.892	1.245	21.593	0.284	0.093	-0.671
Si	39.723	4.237	21.828	-0.274	-0.077	-0.673
Si	41.909	6.501	21.609	0.008	0.047	-0.69
Si	39.582	9.809	21.743	-0.042	-0.144	-0.645
Si	41.795	-4.289	21.657	0.071	0.01	-0.653
Si	45.258	-1.124	21.614	-0.345	-0.224	-0.727
Si	-17.792	1.13	21.57	0.202	0.175	-0.661
Si	-20.178	4.174	21.757	-0.185	-0.163	-0.731
Si	-18.112	6.562	21.851	0.302	0.136	-0.672
Si	-20.158	9.644	21.515	-0.466	-0.334	-0.533
Si	-18.018	-4.27	21.473	0.433	0.225	-0.62
Si	-14.515	-1.259	21.816	-0.246	-0.129	-0.627
Si	-12.43	1.109	21.802	0.213	0.154	-0.743
Si	-14.589	4.161	21.943	-0.403	-0.159	-0.631
Si	-12.282	6.374	21.979	0.213	0.359	-0.634
Si	-14.682	9.692	21.575	-0.2	-0.275	-0.641
Si	-12.293	-4.517	21.633	0.309	0.425	-0.583
Si	-9.347	-1.292	21.746	-0.074	-0.069	-0.602
Si	-7.093	0.904	21.825	0.182	0.171	-0.749
Si	-9.13	4.109	21.85	-0.203	-0.088	-0.677
Si	-6.916	6.354	21.865	0.093	0.221	-0.708
Si	-9.467	9.578	21.874	0.005	-0.24	-0.677
Si	-6.358	-3.873	21.756	-0.392	-0.272	-0.738
Si	-4.204	-1.59	21.517	0.151	0.219	-0.76
Si	-0.97	1.36	21.841	-0.313	-0.169	-0.636
Si	-3.955	3.991	21.676	-0.103	-0.195	-0.66
Si	-0.972	7.251	21.666	-0.236	-0.35	-0.723
Si	-3.8	-6.765	21.746	-0.245	-0.109	-0.616
Si	-1.663	-4.41	21.735	0.191	0.203	-0.725
Si	0.179	-3.844	-6.163	-0.061	-0.005	0.054
Si	5.179	4.593	-7.058	0.02	0.034	-0.041
Si	4.173	7.244	24.881	0.065	-0.012	-0.113
Si	8.921	-6.148	-6.623	0.122	0.014	-0.03
Si	-2.554	2.464	-4.99	-0.075	0.108	-0.011
Si	8.538	-1.434	-3.107	-0.102	0.079	0.164
Si	8.066	1.359	24.647	0.122	0.05	-0.153
Si	13.503	5.582	23.558	0.057	0.088	-0.101
Si	7.96	-5.317	23.694	0.013	0.144	-0.008
Si	11.298	7.822	23.808	-0.177	0.03	0.05
Si	9.25	-4.26	-3.095	0.149	-0.02	0.074
Si	11.216	-4.959	-5.324	-0.044	-0.039	0.036
Si	18.01	5.6	-7.003	-0.051	-0.092	0.012
Si	22.86	3.061	-6.889	-0.04	0.043	-0.025
Si	12.353	6.907	-3.918	0.026	0.054	-0.071
Si	20.62	-6.121	25.923	0.031	0.049	0.101
Si	7.749	3.07	-6.22	-0.043	-0.096	0.08
Si	5.902	-3.859	25.12	0.026	0.072	0.094
Si	18.167	-2.791	-4.961	-0.043	0.056	-0.004
Si	25.303	-3.849	24.912	0.035	0.047	-0.109
Si	21.895	8.045	24.081	0.148	0.047	-0.075
Si	23.323	6.051	26.09	0.076	-0.118	0.022
Si	15.5	-1.167	-4.848	-0.059	0.046	0.047
Si	17.755	-2.293	24.348	0.1	0.108	0.055
Si	24.692	0.038	23.546	-0.114	0.043	-0.039
Si	-31.326	3.999	-2.873	0.034	0.074	0.026
Si	29.327	2.491	-2.056	-0.012	0.055	0.153
Si	29.386	-5.519	-5.526	-0.035	-0.046	0.12
Si	22.95	6.148	-4.209	0.026	-0.009	-0.011
Si	26.508	-1.363	25.687	0.105	0.03	-0.022
Si	30.536	1.174	24.651	-0.112	0.028	-0.071
Si	-31.001	3.79	24.64	-0.081	0.079	-0.048
Si	26.371	-7.391	23.419	-0.106	0.174	-0.11
Si	32.613	2.728	-6.578	0.031	0.027	0.049
Si	30.388	6.279	-4.332	0.081	0.008	0.053
Si	-23.683	-6.603	25.786	0.034	-0.047	-0.057
Si	30.365	-2.688	-5.187	-0.052	-0.014	0.075
Si	-24.063	0.775	-3.991	-0.189	0.089	0.036
Si	-29.351	6.777	-5.598	-0.044	0.003	-0.003
Si	-25.251	6.282	25.672	0.076	-0.039	-0.023
Si	-26.347	-7.379	24.606	0.058	-0.013	-0.049
Si	-25.603	-1.767	24.677	0.025	0.054	-0.11
Si	-28.75	1.801	24.255	0.119	-0.055	-0.015
Si	-14.033	-2.416	24.542	-0.005	-0.058	-0.121
Si	-21.597	7.265	-4.105	-0.043	-0.024	-0.077
Si	-26.151	3.331	24.825	-0.025	0.018	-0.126
Si	-22.855	-2.786	24.341	-0.069	0.015	-0.009
Si	-22.563	7.4	24.445	-0.239	-0.022	0.06
Si	-21.701	5.077	-2.099	-0.111	0.04	0.128
Si	-15.979	-0.602	26.058	-0.045	-0.04	-0.091
Si	-21.631	2.275	23.811	0.006	0.057	-0.089
Si	-19.089	-6.046	-7.018	0.108	-0.013	-0.108
Si	-17.683	-4.768	24.237	-0.123	-0.115	-0.079
Si	-10.447	0.58	26.11	-0.079	0.012	-0.009
Si	-15.983	5.59	-1.986	0.05	0.103	0.11
Si	-11.297	5.661	24.786	0.023	0.025	-0.034
Si	-18.632	-7.532	23.809	-0.072	-0.059	-0.122
Si	-11.432	-6.05	23.956	0.049	0.146	-0.167
Si	-10.93	2.796	24.057	0.029	-0.011	-0.153
Si	-0.042	4.423	-2.345	0.113	-0.026	0.103
Si	-8.83	5.765	-6.512	-0.044	-0.108	-0.008
Si	-2.39	5.718	23.658	0.008	0.013	0.123
Si	-15.086	6.587	25.933	-0.029	0.017	0.084
Si	-7.61	-5.274	24.012	-0.073	-0.067	-0.053
Si	-6.157	5.793	-5.486	-0.098	-0.099	0.005
Si	-4.257	-4.365	26.079	0.017	0.093	0.008
Si	-5.668	-1.836	-7.103	-0.025	0.092	-0.038
Si	3.694	4.475	-4.282	0.014	0.035	0.042
Si	0.16	4.65	24.804	-0.094	0.004	-0.257
Si	1.352	-2.092	24.156	0.061	-0.074	-0.012
Si	-0.424	-6.498	-7.002	-0.009	0.042	0.029
Si	5.396	2.766	23.775	0.073	0.052	-0.113
Si	-2.726	-0.356	-4.062	-0.085	-0.027	0.023
Si	7.438	-6.541	-4.054	0.063	0.004	-0.057
Si	-1.529	-6.825	-4.176	0.004	-0.059	0.094
Si	2.303	7.229	-4.168	0.046	0.008	0.023
Si	-1.698	-4.351	24.678	0.084	-0.042	-0.123
Si	2.682	-2.321	-5.152	0.06	-0.012	-0.01
Si	1.242	7.329	26.055	0.055	-0.079	-0.003
Si	11.569	4.216	-2.849	0.08	-0.075	0.029
Si	7.099	1.006	-4.141	0.154	0.057	-0.045
Si	1.554	2.288	-3.863	-0.002	0.093	-0.071
Si	9.268	2.815	-3.872	0.044	0.038	0.075
Si	19.369	-2.525	-2.16	0.091	0.028	0.185
Si	15.569	3.226	-4.942	-0.048	0.077	0.061
Si	18.508	3.137	-5.252	-0.031	0.077	0.084
Si	15.069	4.978	-7.067	0.109	-0.038	-0.003
Si	13.399	-2.743	-6.076	0.042	0.02	-0.019
Si	11.307	-7.766	-6.309	0.047	0.101	0.007
Si	13.592	-0.118	23.824	-0.037	-0.025	-0.115
Si	21.538	3.015	23.61	-0.102	0.047	-0.148
Si	28.34	1.991	-6.692	0.007	0.051	0.032
Si	18.219	2.721	-2.294	0.044	-0.057	0.024
Si	23.059	-4.157	-4.202	-0.022	-0.045	-0.066
Si	17.686	7.747	-4.813	0.088	-0.046	0.052
Si	22.265	-1.729	-2.571	-0.012	-0.11	-0.057
Si	25.286	2.412	25.338	0.053	0.008	0.013
Si	20.258	-1.535	-6.913	-0.078	0.051	0.016
Si	26.135	5.267	25.134	0.049	0.002	-0.01
Si	30.061	7.919	-1.932	-0.087	-0.014	-0.032
Si	26.266	1.777	-2.665	-0.064	0.093	0.043
Si	27.107	0.015	-4.903	0.098	0.042	0.058
Si	25.504	-6.221	-4.177	-0.013	0.065	-0.005
Si	-30.836	0.401	-6.007	0.021	-0.042	0.041
Si	28.809	5.277	23.82	-0.016	0.076	-0.045
Si	-32.351	-3.688	-6.381	-0.132	-0.004	-0.05
Si	28.535	-1.983	-2.924	0.016	0.052	0.114
Si	-32.007	6.796	-4.204	0.068	-0.04	-0.012
Si	31.151	-3.723	24.418	0.088	-0.009	-0.014
Si	-28.567	4.076	-4.244	-0.147	0.048	0.111
Si	-28.922	-6.91	-4.142	-0.012	-0.045	0.041
Si	-12.664	6.001	-5.769	-0.019	0.12	-0.054
Si	-27.369	-5.575	-6.531	0.214	-0.025	0.002
Si	31.279	3.458	-3.972	0.126	0.007	-0.028
Si	-28.219	-3.232	24.899	0.017	-0.052	-0.319
Si	-20.725	-3.808	-3.974	0.048	-0.004	0.127
Si	-21.556	-4.469	-6.793	0.028	-0.021	0.04
Si	-25.254	0.963	-6.855	-0.043	0.052	0.035
Si	-27.054	-5.882	-2.084	-0.043	-0.024	0.09
Si	-19.103	2.145	-5.024	-0.12	-0.008	-0.022
Si	-23.381	-4.197	-2.798	0.022	-0.178	-0.053
Si	-20.477	6.455	-6.823	-0.069	-0.006	0.09
Si	-18.612	-0.022	-6.971	0.069	0.015	0
Si	-20.928	-0.703	24.3	0.045	0.05	-0.051
Si	-21.759	2.592	-3.812	0.087	0.174	0.006
Si	-17.109	1.616	24.546	-0.091	-0.073	-0.034
Si	-17.502	6.569	-6.079	0.035	0.061	0.116
Si	-16.588	3.96	-4.571	0.019	0.026	0.015
Si	-8.465	7.973	-2.319	0.089	-0.012	0.166
Si	-10.942	-1.886	24.373	0.069	-0.106	-0.105
Si	-14.961	-5.447	-4.564	-0.004	0.041	0.045
Si	-13.736	3.111	-5.663	-0.096	-0.076	-0.162
Si	-6.228	-7.788	-4.407	-0.104	0.038	-0.001
Si	-5.902	-6.94	25.987	-0.089	0.039	-0.019
Si	-14.302	-7.281	24.428	0.018	0.132	-0.035
Si	-8.001	-0.706	-5.733	0.12	-0.068	0.012
Si	-12.155	0.61	-4.708	0.086	0.012	0.062
Si	-5.269	2.225	23.919	0.01	-0.078	-0.125
Si	-7.76	3.678	-4.806	0.015	0.095	0.036
Si	-0.961	-0.093	24.755	0.101	0.072	-0.238
Si	-6.367	-3.721	-3.015	-0.039	0.023	0.131
Si	-2.697	-2.163	-2	0.034	-0.039	-0.065
Si	-2.332	-3.115	-4.776	0.046	0.054	0.058
Si	-3.791	-0.385	24.326	-0.082	-0.037	-0.002
Si	2.44	-4.956	23.878	-0.03	0.083	-0.147
Si	3.985	-1.675	25.522	0.043	-0.001	-0.042
Si	2.224	-0.56	-2.833	-0.003	0.038	0.073
Si	-2.592	3.154	-1.965	0.031	-0.081	0.005
Si	0.416	-5.429	-2.2	-0.012	0.064	0.125
Si	3.062	-4.307	-2.906	0.04	-0.016	0.046
Si	-0.005	2.387	-6.524	-0.063	0.043	0.06
Si	13.431	0.131	-6.51	0.054	-0.183	0.057
Si	5.62	5.502	-2.06	-0.064	0.059	0.149
Si	4.415	-6.288	25.94	0.104	0.024	-0.106
Si	4.924	0.449	-2.167	0.072	-0.096	0.041
Si	6.766	-1.162	24.884	-0.038	-0.147	-0.046
Si	11.032	0.062	-2.089	-0.053	0.071	0.117
Si	14.985	-2.831	24.678	-0.093	-0.137	-0.033
Si	11.906	1.784	-4.331	-0.091	-0.006	0.034
Si	13.677	-7.788	-1.939	0.01	-0.095	0.025
Si	17.771	-5.55	-4.45	0.047	-0.08	-0.018
Si	7.793	7.744	-2.131	0.018	-0.066	0.187
Si	19.078	4.936	23.606	-0.048	-0.129	-0.002
Si	23.814	3.587	-2.848	0.018	0.056	0.161
Si	15.273	6.115	-4.492	0.073	-0.017	-0.047
Si	20.441	7.3	-3.257	-0.067	0.034	0.077
Si	15.874	-5.747	-2.109	-0.082	-0.066	0.209
Si	15.567	1.155	-2.875	0.044	0.012	0.04
Si	20.765	1.284	-5.572	0.059	-0.105	-0.025
Si	22.464	-3.609	26.077	-0.001	-0.02	0.029
Si	21.992	0.993	-2.924	-0.051	0.119	0.085
Si	18.972	-5.079	23.777	0.062	-0.051	-0.065
Si	20.651	-6.197	-4.22	0.066	-0.031	-0.032
Si	27.185	-4.802	-2.214	-0.067	-0.03	0.116
Si	-30.039	-2.302	-2.037	0.116	-0.095	0.005
Si	31.524	-6.235	25.94	-0.021	0.072	-0.071
Si	26.579	-6.356	-6.939	0.179	0.058	-0.085
Si	28.731	4.94	-6.536	0.005	-0.08	-0.14
Si	24.383	8.043	-2.145	-0.06	0.061	0.17
Si	-31.687	-6.69	-3.022	0.023	-0.009	0.126
Si	-30.364	-2.23	-4.845	0.027	0.056	0.111
Si	-27.962	4.661	-1.444	-0.064	-0.043	0.115
Si	-29.739	6.578	24.687	0.031	0.069	-0.106
Si	30.947	-5.636	-2.831	-0.145	0.099	-0.096
Si	-32.361	-8.087	24.017	0.038	0.063	-0.065
Si	-25.315	-5.767	-4.409	0.086	0.007	0.026
Si	29.561	-1.496	25.435	-0.083	-0.098	0.011
Si	-21.249	3.479	-6.569	0.094	-0.127	-0.013
Si	-24.339	7.904	-5.137	-0.109	0.008	0.029
Si	-30.189	-0.893	24.637	0.086	0.196	-0.194
Si	-25.229	-1.737	-2.834	-0.045	0.111	0.175
Si	-27.932	1.302	-5.296	-0.016	-0.03	0.141
Si	-27.941	-1.206	-3.787	-0.111	0.002	-0.007
Si	-14.947	-0.457	-4.306	-0.063	-0.048	0
Si	-25.292	1.808	-1.576	-0.094	-0.005	0.151
Si	-20.048	-6.639	-2.837	0.103	0.007	0.083
Si	-18.779	-2.449	-2.101	0.051	-0.003	0.217
Si	-16.759	-0.064	-2.003	-0.061	-0.039	0.021
Si	-14.414	-3.015	-3.029	0.015	0.062	0.211
Si	-15.1	3.548	24.964	0.105	0.008	-0.121
Si	-15.111	-4.783	25.807	0.177	-0.034	-0.012
Si	-17.61	-7.101	-4.501	-0.009	0.042	-0.032
Si	-13.927	7.791	-1.973	-0.087	-0.039	0.173
Si	-9.067	-3.4	-4.53	0.027	0.041	0.005
Si	-8.451	2.592	-1.986	0.078	0.1	0.038
Si	-10.479	7.41	-4.436	0.121	0.013	0.006
Si	-11.66	-3.897	-2.856	-0.026	0.011	0.047
Si	-12.314	-6.71	-3.947	0.004	0.078	-0.02
Si	-4.854	7.482	23.981	0.144	0.08	-0.248
Si	-10.695	0.405	-2.016	-0.094	-0.123	0.038
Si	-5.259	3.233	-6.342	0.04	0.057	0.115
Si	-4.303	-5.936	-2.985	0.018	0.035	0.151
Si	-0.335	7.108	-2.886	-0.07	0.055	-0.012
Si	4.309	-6.83	-4.228	0.037	0.069	-0.093
Si	-9.866	-4.382	25.842	0.018	-0.055	-0.094
Si	-5.589	-0.99	-4.254	-0.02	0.058	0.01
Si	1.382	-1.306	5.339	-0.003	0.008	-0.01
Si	4.059	1.379	5.377	0.002	0.005	0.002
Si	1.331	4.127	5.409	-0.002	0.011	0.012
Si	4.069	6.872	5.461	-0.001	0.007	0.013
Si	1.356	9.615	5.457	0.001	0.002	0.013
Si	4.117	-3.995	5.395	-0.017	-0.006	0.017
Si	6.78	-1.322	5.397	-0.003	0	-0.004
Si	9.517	1.391	5.411	0.007	0.008	0.001
Si	6.802	4.105	5.442	0.008	-0.004	0.005
Si	9.501	6.852	5.473	0.009	0.013	0.007
Si	6.785	-6.722	5.434	-0.021	0.009	0
Si	9.48	-4.019	5.446	0.01	0.005	0.006
Si	12.23	-1.269	5.455	0.005	0.003	0.013
Si	14.976	1.378	5.411	0.008	-0.004	-0.004
Si	12.235	4.101	5.455	-0.002	-0.008	0.013
Si	14.946	6.806	5.424	0.016	0	-0.001
Si	12.206	-6.761	5.474	-0.016	0.004	0.014
Si	14.949	12.282	5.465	-0.001	-0.004	-0.001
Si	17.661	-1.319	5.433	-0.014	0.007	0.006
Si	20.359	1.402	5.401	-0.004	0.003	-0.01
Si	17.651	4.103	5.412	-0.001	-0.003	0.016
Si	20.367	6.789	5.416	0.009	-0.001	0.006
Si	17.669	9.531	5.456	0.006	-0.018	0.009
Si	20.356	12.245	5.43	0.002	0.003	0
Si	23.106	-1.347	5.42	0.019	-0.012	0.014
Si	25.785	1.344	5.406	-0.008	-0.004	0.004
Si	23.075	4.087	5.37	0.018	0.014	0.005
Si	25.799	6.78	5.397	0	-0.005	0.005
Si	23.08	9.475	5.485	-0.007	-0.015	0.022
Si	25.845	12.228	5.435	-0.016	-0.012	0.008
Si	28.572	-1.395	5.375	-0.011	-0.02	-0.002
Si	31.311	1.301	5.361	0.022	0.009	-0.004
Si	28.537	4.073	5.424	0.013	0.019	0.003
Si	31.251	6.799	5.445	0.008	-0.007	0.023
Si	28.54	9.53	5.412	-0.001	0.002	0.002
Si	31.278	12.203	5.399	-0.002	0.012	0.016
Si	34.02	-1.39	5.374	-0.005	-0.015	0.01
Si	36.713	1.309	5.459	0.011	0	0.002
Si	33.986	4.056	5.442	0.015	0.02	0
Si	-28.541	6.784	5.494	-0.013	0	0.007
Si	34.017	9.528	5.384	-0.04	0.005	-0.001
Si	-28.576	12.229	5.357	0.001	0.032	-0.001
Si	-25.845	-1.45	5.44	0.019	0.007	0.006
Si	-23.047	1.262	5.531	0.019	-0.008	0.013
Si	-25.801	4.015	5.517	0.011	0.004	0
Si	-23.113	6.717	5.488	0.01	0.017	0.007
Si	-25.806	9.469	5.459	-0.006	-0.01	-0.002
Si	-23.098	12.131	5.49	-0.01	-0.005	0.011
Si	-20.333	-1.434	5.489	-0.005	-0.001	0.003
Si	-17.654	1.282	5.49	-0.004	-0.003	-0.001
Si	-20.344	4.018	5.529	0.009	-0.018	0.008
Si	-17.648	6.737	5.523	0.003	0.016	0.001
Si	-20.367	9.461	5.525	0.002	-0.003	0.015
Si	-17.628	12.197	5.482	-0.012	-0.004	0.002
Si	-14.943	-1.42	5.498	0.011	0.006	0.004
Si	-12.224	1.298	5.497	-0.001	0.011	0.012
Si	-14.906	3.998	5.496	0.008	-0.002	0.003
Si	-12.207	6.78	5.499	0.007	0	-0.003
Si	-14.903	9.48	5.517	-0.003	0.002	0.011
Si	-12.206	12.202	5.483	0.003	-0.007	0.009
Si	-9.521	-1.36	5.483	-0.007	0.009	0.016
Si	-6.802	1.379	5.464	-0.009	-0.001	0.012
Si	-9.483	4.067	5.521	-0.013	-0.007	0.014
Si	-6.767	6.841	5.44	-0.006	-0.003	0.008
Si	-9.495	9.527	5.457	-0.002	-0.004	0.014
Si	-6.769	12.258	5.452	0.007	-0.008	0.009
Si	-4.082	-1.311	5.417	-0.011	0.004	0.003
Si	-1.359	1.418	5.393	-0.011	0.007	0.006
Si	-4.092	4.145	5.415	-0.012	-0.004	0
Si	-1.402	6.868	5.41	-0.002	0.003	0.005
Si	-4.066	-6.749	5.415	0.004	-0.002	0.007
Si	-1.352	-4.003	5.417	-0.008	-0.015	0.003
Si	2.709	0.036	6.755	0.007	-0.012	-0.006
Si	5.419	2.739	6.76	-0.004	-0.007	0.003
Si	2.699	5.484	6.778	-0.002	-0.005	-0.001
Si	5.429	-8.082	6.803	0	0.003	-0.001
Si	2.744	-5.35	6.778	0.003	0.012	-0.004
Si	5.45	-2.667	6.794	0.011	-0.018	-0.004
Si	8.146	0.036	6.763	-0.005	-0.006	-0.001
Si	10.863	2.748	6.796	0.006	-0.002	0
Si	8.149	5.472	6.809	-0.002	0.007	-0.001
Si	10.861	-8.12	6.832	0	-0.005	0.007
Si	8.145	-5.386	6.812	0.004	-0.006	-0.003
Si	10.868	-2.664	6.786	0.001	-0.002	-0.004
Si	13.601	0.064	6.805	-0.008	-0.003	-0.005
Si	16.308	2.743	6.784	0.001	-0.003	-0.001
Si	13.594	5.463	6.804	-0.003	-0.011	-0.002
Si	16.294	8.172	6.794	0.002	0.002	0
Si	13.582	10.919	6.811	0.002	-0.009	0.003
Si	16.303	-2.672	6.805	-0.004	0.014	-0.001
Si	19.018	0.039	6.781	0.001	0.001	0.003
Si	21.729	2.743	6.761	0.001	-0.004	-0.002
Si	19.007	5.449	6.784	0.001	0.005	0
Si	21.713	8.128	6.813	0.007	0.006	0
Si	19.014	10.898	6.81	0.001	-0.002	-0.004
Si	21.734	-2.711	6.768	0.003	0.006	0
Si	24.451	0.002	6.792	0.007	0.005	0.008
Si	27.16	2.71	6.758	-0.017	-0.008	-0.009
Si	24.438	5.429	6.756	-0.01	-0.005	-0.001
Si	27.171	8.152	6.749	-0.001	0.002	-0.007
Si	24.466	10.87	6.781	0.001	-0.004	-0.001
Si	27.206	-2.721	6.77	0.007	0.012	0.002
Si	29.936	-0.035	6.738	0.006	-0.019	-0.004
Si	32.627	2.676	6.769	0	-0.006	-0.005
Si	29.897	5.426	6.787	-0.006	0.006	0.007
Si	32.65	8.163	6.757	0.002	-0.01	0
Si	29.916	10.866	6.775	0.006	0.005	-0.003
Si	32.642	-2.738	6.742	-0.004	-0.008	0.006
Si	35.354	-0.055	6.794	0.002	0.005	0
Si	-27.198	2.658	6.829	0.002	0.007	0.005
Si	-29.921	5.407	6.805	-0.004	-0.004	0.015
Si	-27.176	8.137	6.837	0.003	0.003	0.004
Si	-29.923	10.885	6.76	0.003	0.002	-0.006
Si	-27.211	-2.789	6.791	0.002	-0.004	0.002
Si	-24.476	-0.084	6.821	-0.007	0.006	0.003
Si	-21.711	2.652	6.88	-0.007	0.002	-0.004
Si	-24.458	5.384	6.876	-0.008	-0.014	-0.005
Si	-21.75	8.091	6.851	-0.005	0.003	0.001
Si	-24.459	10.801	6.856	0.011	0.002	0.009
Si	-21.732	-2.79	6.825	-0.007	-0.005	-0.005
Si	-19	-0.07	6.87	0.001	0.006	0
Si	-16.295	2.658	6.85	-0.008	-0.003	-0.005
Si	-19.001	5.383	6.889	-0.013	0.007	0.001
Si	-16.285	8.118	6.861	0.003	-0.004	-0.002
Si	-18.998	10.838	6.853	0.002	0.005	-0.002
Si	-16.291	-2.773	6.87	0.002	-0.002	-0.006
Si	-13.578	-0.058	6.859	0.001	-0.005	-0.002
Si	-10.868	2.693	6.845	0.001	0.002	-0.012
Si	-13.562	5.392	6.847	0.004	-0.003	-0.003
Si	-10.834	8.147	6.835	-0.007	0.004	-0.003
Si	-13.554	10.848	6.866	0.003	-0.001	0
Si	-10.863	-2.74	6.842	-0.011	0.006	-0.006
Si	-8.147	0.001	6.828	0.002	-0.004	-0.008
Si	-5.433	2.761	6.791	0.002	0.01	0.002
Si	-8.109	5.456	6.825	0.003	-0.012	-0.007
Si	-5.412	8.199	6.797	0.005	-0.004	-0.013
Si	-8.14	10.895	6.814	-0.001	0.009	-0.007
Si	-5.407	-2.699	6.799	0.011	0	-0.005
Si	-2.715	0.053	6.766	0.005	0.006	-0.002
Si	-0.006	2.757	6.778	0.01	-0.008	-0.007
Si	-2.731	5.491	6.786	0.002	0	-0.009
Si	-0.014	8.215	6.772	-0.005	0.01	0.002
Si	-2.696	-5.398	6.774	0.011	-0.003	0.001
Si	0.026	-2.645	6.751	0.005	-0.003	-0.006
Si	1.357	1.393	8.13	-0.002	0.005	-0.002
Si	4.068	4.113	8.123	-0.011	-0.003	-0.006
Si	1.346	6.849	8.136	-0.001	-0.003	-0.001
Si	4.073	-6.728	8.157	-0.002	0.01	0
Si	1.367	-4.01	8.135	-0.001	-0.008	-0.003
Si	4.071	-1.31	8.133	-0.004	-0.005	-0.005
Si	6.788	1.397	8.128	0	0.01	-0.004
Si	9.513	4.116	8.159	0.001	0.002	-0.003
Si	6.789	6.853	8.147	-0.002	0.007	-0.005
Si	9.507	-6.749	8.172	0.007	0.001	0
Si	6.791	-4.031	8.166	-0.008	-0.002	0.003
Si	9.504	-1.313	8.143	-0.001	-0.003	-0.008
Si	12.232	1.409	8.162	0.012	0.011	-0.002
Si	14.951	4.103	8.156	0.007	0	-0.004
Si	12.232	6.827	8.162	-0.004	0.006	-0.003
Si	14.94	9.542	8.154	-0.006	-0.004	-0.002
Si	12.222	-4.031	8.154	0	-0.001	0.003
Si	14.939	-1.32	8.159	-0.007	-0.012	-0.002
Si	17.655	1.383	8.151	-0.012	-0.004	-0.004
Si	20.37	4.091	8.138	-0.006	-0.005	-0.007
Si	17.659	6.819	8.15	0.014	-0.003	-0.004
Si	20.373	9.526	8.152	0.013	-0.003	-0.001
Si	17.654	-4.051	8.152	-0.002	-0.004	-0.009
Si	20.378	-1.338	8.125	0.004	0.001	-0.006
Si	23.084	1.377	8.126	0.005	0	-0.005
Si	25.804	4.073	8.116	-0.001	-0.008	-0.004
Si	23.093	6.78	8.144	-0.008	-0.004	0.001
Si	25.827	9.511	8.128	0.001	0.001	-0.001
Si	23.099	-4.075	8.122	0.012	0.003	-0.005
Si	25.834	-1.36	8.125	-0.004	-0.003	-0.004
Si	28.555	1.341	8.087	0.013	0.013	-0.02
Si	31.272	4.055	8.124	-0.003	0.004	-0.002
Si	28.531	6.796	8.12	-0.004	-0.017	-0.002
Si	31.281	9.506	8.125	-0.007	-0.002	0
Si	28.561	-4.082	8.127	0.006	0.008	-0.002
Si	31.287	-1.381	8.118	0.01	0	0
Si	33.996	1.329	8.138	0.002	-0.003	0.001
Si	-28.558	4.045	8.166	0.006	-0.008	-0.003
Si	33.995	6.792	8.133	0.009	0.015	-0.007
Si	-28.562	9.521	8.145	0.022	0.012	-0.004
Si	33.994	-4.091	8.127	-0.009	0.006	-0.002
Si	-28.555	-1.407	8.153	-0.008	-0.003	0
Si	-25.826	1.299	8.178	-0.002	-0.005	-0.005
Si	-23.091	4.021	8.221	-0.004	-0.006	0.003
Si	-25.831	6.763	8.204	0.008	0.002	-0.002
Si	-23.102	9.451	8.22	-0.015	-0.014	-0.004
Si	-25.839	-4.13	8.172	-0.002	0.005	-0.005
Si	-23.103	-1.428	8.187	0.003	0.008	-0.011
Si	-20.359	1.295	8.234	0.004	0.012	0.001
Si	-17.641	4.018	8.229	0.001	-0.005	0.003
Si	-20.382	6.748	8.224	-0.006	-0.006	-0.004
Si	-17.646	9.478	8.222	0	0.002	-0.003
Si	-20.374	-4.133	8.209	0.012	0.004	-0.006
Si	-17.645	-1.418	8.234	0.005	0.004	0
Si	-14.932	1.31	8.217	0.013	-0.001	-0.005
Si	-12.207	4.05	8.217	0.007	-0.007	0.01
Si	-14.927	6.75	8.212	-0.014	-0.005	-0.003
Si	-12.196	9.486	8.213	0.004	0.011	-0.001
Si	-14.926	-4.128	8.228	-0.003	0.003	0
Si	-12.221	-1.406	8.222	-0.011	-0.015	0.004
Si	-9.503	1.342	8.203	-0.005	-0.008	0
Si	-6.772	4.091	8.189	0.008	0.006	0.005
Si	-9.481	6.789	8.195	-0.002	-0.006	0
Si	-6.781	9.53	8.17	-0.008	-0.006	-0.003
Si	-9.495	-4.09	8.197	-0.003	0.003	-0.002
Si	-6.778	-1.362	8.172	-0.009	0.001	0.001
Si	-4.071	1.394	8.146	0.002	-0.002	-0.001
Si	-1.365	4.119	8.136	-0.002	0	-0.002
Si	-4.076	6.829	8.168	-0.003	-0.002	0.009
Si	-1.356	-6.761	8.151	-0.016	-0.009	0.005
Si	-4.053	-4.059	8.157	0.004	0.007	-0.003
Si	-1.346	-1.309	8.126	0.013	0.009	-0.009
Si	0.005	0.038	9.504	0.001	0.002	-0.003
Si	2.717	2.754	9.489	0	-0.01	0.003
Si	-0.003	5.476	9.498	0.005	-0.002	-0.006
Si	2.712	-8.111	9.497	0.001	0.007	-0.001
Si	0.015	-5.394	9.493	0.005	0	-0.003
Si	2.724	-2.667	9.509	0.001	0.005	-0.003
Si	5.433	0.044	9.496	0.003	-0.008	0
Si	8.144	2.755	9.5	0.002	-0.001	-0.003
Si	5.427	5.48	9.488	-0.006	0.001	-0.007
Si	8.152	-8.119	9.518	0.006	0.001	0
Si	5.438	-5.39	9.527	-0.001	0.003	0.002
Si	8.16	-2.675	9.513	-0.003	-0.013	0.002
Si	10.869	0.04	9.505	0.006	0.001	-0.001
Si	13.586	2.761	9.524	-0.009	0	0.008
Si	10.872	5.473	9.522	0.008	-0.012	0.001
Si	13.587	8.188	9.519	-0.004	-0.01	-0.001
Si	10.876	-5.394	9.522	0	0.001	0.008
Si	13.586	-2.683	9.516	0.005	0.017	0.002
Si	16.296	0.032	9.518	-0.005	0.003	0
Si	19.011	2.742	9.506	0.004	-0.004	0
Si	16.304	5.464	9.515	0	-0.003	0.001
Si	19.011	8.18	9.512	-0.005	0.009	-0.001
Si	16.298	-5.412	9.509	0.001	0.005	0.004
Si	19.017	-2.691	9.495	-0.003	-0.001	0
Si	21.728	0.019	9.488	0.007	0.007	0.005
Si	24.447	2.728	9.485	-0.001	0.005	0
Si	21.726	5.443	9.505	0.009	-0.003	0.001
Si	24.456	8.159	9.479	0.001	-0.004	0.002
Si	21.741	-5.428	9.489	0	-0.005	-0.001
Si	24.462	-2.715	9.475	0.001	-0.001	0.005
Si	27.198	0.001	9.474	-0.004	-0.009	-0.002
Si	29.902	2.7	9.47	-0.003	-0.004	-0.002
Si	27.171	5.435	9.47	-0.007	0.014	-0.002
Si	29.91	8.148	9.471	-0.001	-0.004	-0.007
Si	27.191	-5.442	9.474	0.011	0	-0.005
Si	29.924	-2.73	9.485	-0.003	-0.005	0.001
Si	32.636	-0.022	9.495	-0.009	-0.003	0.004
Si	-29.926	2.688	9.51	0.003	-0.001	-0.001
Si	32.633	5.425	9.481	0.003	-0.001	0.002
Si	-29.923	8.146	9.499	-0.018	-0.01	-0.001
Si	32.64	-5.456	9.487	-0.005	0.005	-0.002
Si	-29.928	-2.748	9.509	0.003	-0.004	0.003
Si	-27.197	-0.048	9.527	0.009	0.008	0.003
Si	-24.478	2.667	9.555	-0.005	-0.001	0.003
Si	-27.206	5.402	9.541	-0.002	0.001	0.002
Si	-24.474	8.111	9.576	0.008	0.002	0.006
Si	-27.207	-5.469	9.537	0.003	0.003	0.003
Si	-24.476	-2.773	9.543	-0.001	0.004	-0.003
Si	-21.752	-0.06	9.565	-0.007	-0.002	-0.006
Si	-19.006	2.665	9.59	-0.003	-0.011	0.003
Si	-21.743	5.39	9.586	0.004	0.003	0.001
Si	-19.018	8.118	9.576	-0.002	0.006	-0.003
Si	-21.74	-5.494	9.566	-0.003	-0.004	-0.007
Si	-19.018	-2.777	9.582	-0.005	0.008	-0.006
Si	-16.285	-0.051	9.585	-0.007	-0.001	0.001
Si	-13.569	2.681	9.569	-0.009	0.011	-0.001
Si	-16.286	5.394	9.579	-0.001	-0.003	0.001
Si	-13.563	8.118	9.567	0.012	-0.001	-0.007
Si	-16.288	-5.488	9.59	0.002	0	-0.003
Si	-13.571	-2.766	9.589	0	0.001	0
Si	-10.854	-0.032	9.563	-0.004	-0.001	-0.009
Si	-8.134	2.713	9.544	-0.003	0.011	-0.009
Si	-10.84	5.42	9.558	0.004	-0.007	0
Si	-8.122	8.154	9.547	0	0.006	-0.009
Si	-10.844	-5.465	9.565	0.005	-0.001	0.002
Si	-8.13	-2.728	9.543	0	-0.001	-0.002
Si	-5.417	0.014	9.515	0.002	0.002	-0.005
Si	-2.71	2.75	9.509	0	0.006	-0.005
Si	-5.416	5.452	9.541	-0.002	-0.004	0.001
Si	-2.707	8.186	9.515	0.003	0.001	-0.001
Si	-5.414	-5.43	9.52	0.004	0.002	-0.008
Si	-2.688	-2.692	9.501	0.007	-0.009	-0.008
Si	1.362	-1.316	10.873	0.001	0.003	-0.001
Si	4.074	1.403	10.857	0.002	0.013	-0.005
Si	1.362	4.114	10.851	0.002	-0.003	-0.003
Si	4.077	-9.476	10.852	-0.005	0.001	-0.001
Si	1.36	-6.757	10.866	-0.012	0.002	0.004
Si	4.08	-4.027	10.876	-0.002	-0.005	0.003
Si	6.795	-1.314	10.858	0.002	-0.003	-0.005
Si	9.511	1.403	10.861	-0.003	0.006	-0.002
Si	6.791	4.127	10.854	0.001	0.002	-0.004
Si	9.517	-9.477	10.876	0.001	0.004	-0.001
Si	6.8	-6.758	10.879	-0.008	0.002	0
Si	9.518	-4.035	10.878	0.007	0.006	0.004
Si	12.229	-1.32	10.867	-0.004	-0.018	-0.001
Si	14.939	1.394	10.879	-0.003	0	0
Si	12.228	4.119	10.886	0.002	0.013	0.006
Si	14.945	6.827	10.875	0.004	0.006	-0.001
Si	12.237	9.557	10.877	0.01	-0.011	0.003
Si	14.947	-4.049	10.872	-0.009	-0.016	0
Si	17.652	-1.342	10.863	-0.006	0.007	-0.003
Si	20.364	1.373	10.854	-0.009	-0.004	0
Si	17.659	4.105	10.875	-0.001	-0.001	0.002
Si	20.373	6.817	10.863	0.01	-0.006	0
Si	17.657	9.547	10.866	0.007	-0.009	-0.006
Si	20.373	-4.064	10.839	0.006	0.007	-0.004
Si	23.096	-1.349	10.828	0.003	-0.002	0
Si	25.824	1.368	10.823	-0.003	0.013	-0.003
Si	23.09	4.087	10.852	-0.001	-0.012	0.004
Si	25.818	6.8	10.828	0.006	-0.013	-0.001
Si	23.099	9.525	10.838	0.01	0.004	0.004
Si	25.823	-4.08	10.827	0.001	-0.001	-0.003
Si	28.556	-1.364	10.834	0.015	0.001	-0.002
Si	31.268	1.349	10.837	0.003	-0.005	-0.007
Si	28.544	4.076	10.82	-0.007	-0.006	-0.002
Si	31.271	6.792	10.834	-0.011	-0.005	0.001
Si	28.556	9.518	10.823	0.001	0.004	-0.003
Si	31.282	-4.095	10.842	-0.004	0.001	0.003
Si	33.999	-1.375	10.863	0.002	0.008	0.002
Si	-28.557	1.334	10.871	0.004	-0.014	-0.007
Si	-31.285	4.072	10.852	0.003	0.002	-0.005
Si	-28.578	6.778	10.876	0.015	0.008	-0.004
Si	-31.287	9.503	10.859	0.002	0.013	0.001
Si	-28.572	-4.101	10.884	-0.006	0.009	-0.003
Si	-25.836	-1.399	10.899	0.008	-0.001	-0.002
Si	-23.118	1.311	10.92	0.002	0.003	0
Si	-25.843	4.044	10.905	0.004	-0.001	-0.004
Si	-23.114	6.754	10.938	-0.008	-0.002	0.001
Si	-25.851	9.487	10.903	0.003	-0.001	0
Si	-23.117	-4.131	10.91	0.003	-0.002	-0.001
Si	-20.386	-1.413	10.93	0.009	0	-0.003
Si	-17.644	1.308	10.944	0.003	0.005	-0.001
Si	-20.376	4.032	10.94	0.006	0.001	0.001
Si	-17.654	6.756	10.934	-0.006	-0.004	0
Si	-20.382	9.475	10.939	0.003	0.004	-0.003
Si	-17.654	-4.129	10.95	-0.011	-0.005	0
Si	-14.929	-1.409	10.95	0.006	0.003	0.001
Si	-12.21	1.32	10.929	0.003	-0.007	0.001
Si	-14.922	4.039	10.936	0	-0.003	0.004
Si	-12.202	6.764	10.929	-0.001	-0.006	0.003
Si	-14.923	9.468	10.942	-0.008	0.003	0
Si	-12.208	-4.127	10.941	-0.01	0	0.001
Si	-9.488	-1.387	10.918	-0.002	-0.002	0.002
Si	-6.774	1.351	10.9	-0.006	-0.006	0.002
Si	-9.488	4.059	10.918	-0.001	0.004	0.006
Si	-6.775	6.79	10.914	-0.002	-0.005	0.008
Si	-9.485	9.493	10.919	-0.003	0.004	0
Si	-6.776	-4.095	10.896	-0.005	0.004	0.003
Si	-4.055	-1.35	10.869	0.002	0.005	-0.001
Si	-1.35	1.392	10.87	0.003	0	0.001
Si	-4.061	4.087	10.895	0.005	0.005	0.001
Si	-1.356	6.82	10.875	-0.007	0.004	0.004
Si	-4.065	9.526	10.885	-0.003	-0.011	0.002
Si	-1.341	-4.054	10.873	0.001	-0.001	0.003
Si	2.721	0.049	12.231	0	-0.012	-0.001
Si	5.432	2.769	12.21	-0.005	-0.01	0.001
Si	2.72	5.478	12.208	-0.005	-0.002	-0.006
Si	5.445	-8.13	12.226	0.007	0	-0.002
Si	2.727	-5.402	12.226	0.005	0.003	0
Si	5.446	-2.666	12.23	0.007	0.009	-0.001
Si	8.16	0.038	12.215	-0.009	-0.009	0.001
Si	10.862	2.758	12.235	0	-0.008	0.001
Si	8.156	5.478	12.225	-0.004	-0.001	0.002
Si	10.878	-8.117	12.239	0.001	-0.001	0.002
Si	8.163	-5.397	12.237	0.007	-0.006	0.006
Si	10.889	-2.685	12.232	0.004	0.013	0.006
Si	13.58	0.034	12.237	0.001	0.005	0.002
Si	16.294	2.752	12.239	-0.002	-0.003	0
Si	13.589	5.476	12.243	-0.002	-0.004	0.004
Si	16.301	8.194	12.229	-0.001	0.001	-0.002
Si	13.606	10.907	12.239	0.001	0.014	0.008
Si	16.305	-2.699	12.241	0	0.004	0.005
Si	19	0.02	12.217	0.001	-0.008	-0.001
Si	21.721	2.735	12.203	0.005	0.001	0.002
Si	19.011	5.472	12.231	-0.001	0	0.001
Si	21.737	8.182	12.211	-0.004	0.003	0
Si	19.021	10.907	12.217	-0.005	-0.003	0.001
Si	21.727	-2.701	12.187	-0.004	-0.004	0.004
Si	24.461	0.008	12.176	0.006	-0.001	0.005
Si	27.171	2.74	12.182	0.009	-0.005	-0.002
Si	24.451	5.463	12.193	0.007	0.014	0.003
Si	27.185	8.166	12.168	-0.002	0.004	-0.008
Si	24.458	10.889	12.186	0.003	-0.005	0.007
Si	27.192	-2.73	12.184	-0.006	0.003	0.001
Si	29.912	-0.006	12.198	0	0.006	0.004
Si	32.629	2.714	12.195	-0.004	0.001	-0.001
Si	29.907	5.435	12.181	0.003	-0.001	0.004
Si	32.627	8.143	12.214	-0.003	-0.007	0
Si	29.924	10.857	12.191	-0.008	0	-0.001
Si	32.633	-2.737	12.208	-0.004	-0.011	0.005
Si	35.365	-0.017	12.228	0.006	0.017	0
Si	-27.223	2.7	12.257	0.004	-0.002	0
Si	-29.942	5.427	12.242	-0.007	0	0.004
Si	-27.226	8.132	12.248	-0.004	0.002	0.005
Si	-29.938	10.861	12.235	0.01	-0.004	0.001
Si	-27.211	-2.747	12.251	-0.004	-0.003	0.002
Si	-24.493	-0.034	12.28	-0.001	-0.007	0.008
Si	-21.756	2.675	12.28	-0.001	0.001	0.005
Si	-24.494	5.404	12.285	0.004	-0.004	0.013
Si	-21.753	8.119	12.295	0.01	0	0.005
Si	-24.491	10.843	12.269	-0.002	0.001	0.003
Si	-21.758	-2.772	12.278	-0.001	0.009	0
Si	-19.015	-0.055	12.287	-0.008	0.005	-0.003
Si	-16.281	2.678	12.292	-0.001	-0.004	0.002
Si	-19.018	5.401	12.299	0.002	-0.001	0.001
Si	-16.287	8.107	12.302	-0.003	0.001	0.002
Si	-19.02	10.831	12.307	0.003	0.002	-0.002
Si	-16.287	-2.772	12.313	-0.002	0.006	0
Si	-13.564	-0.043	12.297	-0.013	-0.004	0
Si	-10.844	2.687	12.274	0.002	0.005	-0.002
Si	-13.559	5.401	12.294	0.002	-0.003	0
Si	-10.838	8.124	12.285	0.006	0.011	-0.005
Si	-13.564	10.826	12.309	0.013	-0.002	0.001
Si	-10.836	-2.763	12.281	-0.003	-0.002	-0.002
Si	-8.126	-0.021	12.268	-0.002	0.004	0
Si	-5.418	2.717	12.257	0.006	0	-0.008
Si	-8.131	5.419	12.28	-0.002	-0.003	0.001
Si	-5.403	8.149	12.259	0.006	0.013	-0.003
Si	-8.123	10.851	12.269	-0.002	-0.003	-0.002
Si	-5.41	-2.726	12.232	0.004	-0.006	-0.007
Si	-2.703	0.018	12.228	0.005	0.003	-0.005
Si	0.016	2.753	12.225	0.004	0.012	-0.002
Si	-2.701	5.448	12.249	0.001	-0.007	-0.001
Si	0.003	8.189	12.223	0	-0.007	-0.004
Si	-2.696	-5.436	12.232	-0.008	0.001	-0.007
Si	0.015	-2.691	12.234	0.004	-0.003	-0.004
Si	1.374	1.413	13.601	0	0	0.004
Si	4.08	4.132	13.574	0.006	0.002	0.007
Si	1.364	6.829	13.573	-0.007	0.008	0.003
Si	4.091	-6.765	13.577	-0.001	-0.002	0.002
Si	1.373	-4.052	13.596	0.002	-0.004	0.01
Si	4.085	-1.306	13.587	0	0.009	-0.004
Si	6.795	1.404	13.555	0.01	0.007	-0.003
Si	9.509	4.125	13.597	-0.009	0.002	0.004
Si	6.809	-9.484	13.594	0.002	-0.004	0.005
Si	9.526	-6.753	13.601	-0.001	0.008	0.005
Si	6.812	-4.023	13.587	-0.015	0.012	-0.001
Si	9.533	-1.312	13.574	0.012	-0.022	-0.002
Si	12.22	1.398	13.595	-0.011	0.003	-0.002
Si	14.94	4.113	13.608	0.005	-0.001	0.006
Si	12.243	-9.474	13.6	0.002	0.007	0.005
Si	14.973	9.559	13.61	0.013	-0.026	0.001
Si	12.246	-4.057	13.591	0.012	-0.009	0
Si	14.935	-1.337	13.593	-0.011	0.006	0.005
Si	17.644	1.376	13.587	-0.006	0.002	0
Si	20.375	4.105	13.572	0.002	-0.012	0.006
Si	17.65	6.839	13.591	-0.004	0.012	0.003
Si	20.379	9.545	13.572	0.01	0	-0.001
Si	17.671	-4.066	13.599	0.014	-0.009	0.004
Si	20.354	-1.358	13.555	-0.008	0.011	-0.004
Si	23.084	1.36	13.53	0.001	0	-0.003
Si	25.814	4.112	13.543	-0.011	0.003	0.001
Si	23.105	6.828	13.563	0.011	-0.017	0
Si	25.824	9.521	13.527	0.012	-0.003	0.003
Si	23.081	-4.07	13.531	-0.006	0.01	0.002
Si	25.821	-1.361	13.523	0.006	-0.006	-0.001
Si	28.538	1.376	13.522	-0.016	0.008	-0.008
Si	31.278	4.089	13.546	0.004	-0.008	0.005
Si	28.548	6.814	13.52	-0.006	-0.004	-0.006
Si	31.272	9.503	13.578	0.001	0.009	0.001
Si	28.558	-4.105	13.53	0.018	-0.013	-0.006
Si	31.276	-1.369	13.556	-0.005	0.014	0.011
Si	34.005	1.371	13.555	0.006	-0.017	-0.007
Si	-28.588	4.07	13.619	0.004	-0.002	0.004
Si	33.974	6.793	13.601	0.004	-0.001	0.006
Si	-28.588	9.497	13.603	-0.008	0.012	0
Si	33.977	-4.094	13.586	0.004	0.013	0.003
Si	36.716	-1.373	13.607	0.007	0	0.001
Si	-25.871	1.344	13.626	-0.001	0.001	0.004
Si	-23.122	4.044	13.636	0.005	0	0.006
Si	-25.882	6.776	13.623	-0.003	0.012	0.001
Si	-23.134	9.484	13.635	-0.012	0.009	-0.005
Si	-25.866	-4.116	13.617	0.006	-0.002	0.001
Si	-23.123	-1.405	13.626	0.011	-0.004	0.006
Si	-20.382	1.315	13.628	0.016	-0.012	-0.001
Si	-17.637	4.045	13.645	-0.009	-0.003	-0.003
Si	-20.389	6.76	13.659	0.008	-0.01	0.006
Si	-17.652	9.466	13.662	-0.009	0.003	-0.005
Si	-20.395	-4.122	13.652	0.003	-0.011	0.002
Si	-17.649	-1.402	13.661	-0.008	0.005	0.003
Si	-14.921	1.324	13.657	0.001	0.005	0.005
Si	-12.201	4.032	13.646	0.001	0.003	0.002
Si	-14.919	6.752	13.666	0.007	-0.004	0.008
Si	-12.192	9.465	13.663	-0.009	-0.003	-0.002
Si	-14.928	-4.142	13.677	0	-0.006	0.006
Si	-12.198	-1.414	13.64	0	0.011	-0.003
Si	-9.479	1.337	13.635	-0.004	-0.008	0.003
Si	-6.769	4.061	13.638	-0.012	0.004	0.006
Si	-9.492	6.76	13.656	-0.01	0.003	0.007
Si	-6.771	9.481	13.625	0.002	0	0.004
Si	-9.482	-4.128	13.644	-0.005	0	0.005
Si	-6.767	-1.396	13.615	0.007	-0.004	0.004
Si	-4.064	1.349	13.61	0	0.004	0.005
Si	-1.336	4.093	13.605	0.005	-0.005	0.01
Si	-4.052	6.789	13.63	-0.008	-0.005	0.005
Si	-1.359	9.516	13.608	0.003	0.004	0.01
Si	-4.062	-4.092	13.589	0.003	0.004	0.001
Si	-1.343	-1.331	13.591	-0.012	0.002	0.007
Si	0.01	0.045	14.95	-0.001	0.001	0.002
Si	2.732	2.792	14.959	0.001	-0.001	0.001
Si	0.018	5.474	14.953	-0.001	0.001	0.001
Si	2.736	8.179	14.922	0.006	-0.003	0.002
Si	0.017	-5.439	14.939	0.001	0.008	-0.003
Si	2.738	-2.676	14.944	0.005	0.012	-0.002
Si	5.443	0.072	14.934	-0.002	-0.005	-0.001
Si	8.137	2.749	14.932	-0.013	-0.013	0.003
Si	5.446	5.47	14.947	-0.006	0.001	0.001
Si	8.177	-8.124	14.954	-0.002	0.004	-0.002
Si	5.45	-5.392	14.927	0.009	-0.006	0.005
Si	8.195	-2.67	14.936	0.005	0.012	0.004
Si	10.87	0.038	14.961	0.002	0.007	0.002
Si	13.573	2.75	14.962	-0.003	0	-0.005
Si	10.883	5.483	14.953	-0.006	-0.006	0.008
Si	13.606	-8.111	14.96	0	0	0.004
Si	10.893	-5.399	14.967	0.002	0	0.008
Si	13.596	-2.71	14.962	-0.006	-0.01	-0.001
Si	16.287	0.017	14.958	0	-0.002	0.011
Si	19.008	2.745	14.923	0	0	-0.003
Si	16.292	5.49	14.96	0.002	0.004	-0.004
Si	19.008	8.209	14.94	0.01	-0.004	-0.001
Si	16.342	10.899	14.995	0.003	0.015	0.01
Si	19.028	-2.712	14.96	-0.004	0.008	0.005
Si	21.718	0	14.884	0.005	-0.005	0.002
Si	24.426	2.747	14.863	0.007	0	0.006
Si	21.738	5.479	14.918	0.001	0.021	0.005
Si	24.46	8.204	14.915	0.001	0.01	0.001
Si	21.735	10.911	14.925	-0.006	-0.009	0.007
Si	24.447	-2.718	14.869	0.005	0.007	0.007
Si	27.183	0.008	14.863	0.006	0.013	-0.003
Si	29.893	2.745	14.87	-0.01	-0.002	0.007
Si	27.166	5.509	14.884	0.011	0.007	0.008
Si	29.906	8.129	14.918	-0.01	-0.014	-0.001
Si	27.206	10.846	14.882	-0.003	-0.001	0.003
Si	29.914	-2.754	14.89	-0.001	-0.002	0.009
Si	32.663	-0.002	14.888	0.001	0.014	-0.004
Si	35.312	2.726	14.98	-0.007	-0.005	0.004
Si	32.617	5.427	14.961	-0.002	0.001	-0.001
Si	35.316	8.167	14.973	0.009	0.004	-0.011
Si	32.622	10.865	14.952	-0.001	-0.007	0.004
Si	35.343	-2.738	14.942	-0.006	-0.008	-0.004
Si	38.036	0.006	15	-0.004	-0.004	0.009
Si	-24.512	2.708	14.985	0	-0.001	0.006
Si	-27.26	5.447	14.999	-0.004	-0.003	0.01
Si	-24.525	8.136	14.981	-0.004	0.005	0.007
Si	-27.232	10.842	14.977	-0.009	-0.012	0
Si	-24.516	-2.748	14.971	0.005	0.004	-0.003
Si	-21.743	-0.05	14.976	-0.008	0.003	-0.006
Si	-19.012	2.682	14.973	0.003	-0.001	0
Si	-21.766	5.403	15.011	-0.001	-0.002	0.011
Si	-19.013	8.108	15.024	0.002	0.012	-0.005
Si	-21.777	10.842	15	0.007	-0.01	-0.001
Si	-19.013	-2.769	15.008	0.003	0.011	-0.005
Si	-16.282	-0.031	15.016	-0.002	0.009	-0.004
Si	-13.557	2.681	15.019	-0.005	-0.008	-0.003
Si	-16.271	5.383	15.029	-0.002	-0.001	0.005
Si	-13.542	8.098	15.031	0.002	0.009	0.003
Si	-16.288	10.804	15.042	0.003	0.007	0.001
Si	-13.538	-2.783	15.014	0.004	-0.009	0
Si	-10.84	-0.038	14.979	0.01	0.011	0.001
Si	-8.117	2.69	15.007	0.001	-0.001	-0.004
Si	-10.849	5.383	15.016	-0.011	0.002	0
Si	-8.11	8.108	15.005	0.001	0.004	0.006
Si	-10.824	10.818	15.021	0.001	0.001	-0.004
Si	-8.108	-2.774	14.987	0.009	0.003	0.003
Si	-5.417	-0.031	14.972	-0.001	-0.009	-0.002
Si	-2.695	2.713	14.954	-0.007	-0.002	0.002
Si	-5.414	5.428	14.998	0.012	-0.005	-0.007
Si	-2.691	8.135	15.002	-0.002	-0.017	-0.002
Si	-5.402	-5.475	14.958	0.003	0.003	0.003
Si	-2.709	-2.714	14.925	0.003	-0.008	-0.007
O	0.096	-1.307	24.79	-0.044	-0.205	0.386
O	-3.535	-0.996	22.862	0.265	0.158	0.101
O	2.737	0.021	22.006	-0.005	0.006	0.233
O	4.319	1.896	22.971	-0.273	0.3	0.523
O	-1.459	7.966	-3.653	-0.351	-0.237	-0.252
O	1.032	4.593	23.417	0.439	0.14	0.239
O	3.69	8.025	-3.933	0.3	-0.26	0.106
O	5.628	-7.937	22.094	-0.078	0.02	0.193
O	1.516	-6.063	23.136	-0.402	0	0.63
O	3.167	-5.686	25.112	-0.339	-0.17	0.203
O	5.226	-2.659	22.033	-0.072	-0.045	0.563
O	6.936	-1.212	23.263	0.391	-0.057	0.047
O	9.073	1.324	23.373	0.151	-0.307	0.194
O	10.961	2.762	22.242	-0.206	-0.19	0.458
O	6.567	1.746	24.186	-0.023	-0.38	-0.011
O	8.121	5.552	22.3	0.049	0.016	0.592
O	9.847	7.347	23.22	-0.295	0.275	0.481
O	11.727	-7.158	23.025	0.005	0.332	0.21
O	6.702	4.207	-6.667	0.295	0.275	0.141
O	18.893	3.229	-3.675	0.303	0.228	0.001
O	9.169	-4.368	23.199	0.294	0.166	0.416
O	10.838	-2.652	22.217	0.072	-0.029	0.597
O	12.262	-0.63	23.066	-0.078	0.378	0.398
O	14.399	0.907	22.893	-0.314	0.39	0.276
O	16.118	2.66	22.011	-0.22	0.018	0.192
O	13.79	5.055	25.032	-0.284	-0.132	0.161
O	13.836	6.287	-3.836	-0.004	-0.333	0.272
O	14.826	6.327	23.026	0.272	0.013	0.33
O	16.444	-8.121	22.202	0.175	-0.104	0.415
O	11.861	-0.964	-1.191	0.299	-0.339	-0.363
O	13.516	-5.439	22.227	-0.081	0.073	0.485
O	15.103	-3.82	23.4	0.235	-0.05	0.221
O	16.585	-5.187	-3.426	-0.027	0.647	-0.099
O	17.286	-1.403	23.084	-0.545	-0.17	0.058
O	19.091	0.1	22.051	0.141	0.264	0.662
O	20.893	1.824	22.768	0.31	-0.095	0.514
O	19.15	5.857	22.282	-0.375	-0.105	-0.326
O	23.043	-7.385	23.378	0.185	-0.041	0.336
O	24.821	6.134	25.468	-0.012	0.4	-0.059
O	18.181	-6.292	23.063	0.075	-0.367	0.501
O	17.807	-4.294	-5.485	-0.168	-0.147	-0.399
O	16.986	-1.706	-5.164	0.094	0.193	-0.392
O	20.359	-4.752	23	0.316	-0.53	0.02
O	21.791	-2.62	22.242	0.312	0.173	0.514
O	23.306	-0.659	23.096	-0.319	0.033	0.487
O	24.576	1.476	24.239	-0.249	0.257	-0.031
O	26.018	7.477	22.824	-0.117	-0.313	0.177
O	22.817	3.654	22.879	0.118	-0.151	0.598
O	21.336	-2.49	25.782	0.098	0.012	-0.589
O	30.928	-5.29	24.761	-0.197	-0.277	-0.404
O	-31.166	-1.28	-1.549	-0.449	0.394	-0.728
O	27.427	-2.297	22.091	0.152	-0.059	0.181
O	30.804	1.584	23.114	0.083	0.311	0.073
O	-31.837	1.629	-5.741	-0.091	0.1	0.619
O	29.442	-0.293	22.02	-0.019	-0.058	0.508
O	29.671	6.335	22.954	-0.134	0.284	0.179
O	-31.951	3.779	25.952	-0.254	0.519	0.184
O	31.972	7.482	22.962	0.076	-0.309	0.32
O	-23.552	-7.493	-6.187	0.736	-0.227	0.084
O	23.256	4.33	-1.502	-0.4	0.627	-0.157
O	27.858	-6.917	22.969	0.337	-0.125	0.495
O	29.835	-5.352	22.091	-0.028	0.044	0.232
O	31.594	-3.555	22.875	0.507	0.44	0.1
O	29.777	-2.906	24.677	-0.405	-0.063	-0.425
O	-31.087	-0.769	-4.907	-0.22	0.007	0.471
O	-31.141	-1.226	23.355	-0.334	-0.59	0.362
O	-29.916	0.182	21.741	-0.018	0.024	0.055
O	-31.815	3.905	23.232	-0.46	-0.105	0.163
O	-30.139	5.432	21.975	0.058	0.211	-0.011
O	-28.745	6.973	23.452	0.254	0.475	0.29
O	-26.543	-7.108	23.02	-0.294	-0.341	-0.033
O	-31.744	-6.809	23.25	-0.263	0.428	0.4
O	-29.933	-5.353	22.23	-0.22	0.133	0.475
O	-28.163	-3.764	23.348	0.574	-0.267	0.154
O	-24.439	0.087	22.045	0.156	0.137	0.498
O	-22.97	2.081	22.934	-0.366	0.508	0.162
O	-25.884	3.481	23.233	0.024	-0.454	0.253
O	-24.459	5.408	22.187	0.037	0.017	0.166
O	-21.029	-7.851	-3.218	-0.014	-0.172	0.013
O	-18.969	-7.513	25.395	-0.345	-0.42	0.23
O	-27.611	-4.793	-1.055	0.079	0.051	0.007
O	-24.575	-5.394	22.222	-0.163	-0.146	0.58
O	-21.719	-3.573	25.177	0.439	-0.062	0.012
O	-24.383	-2.821	24.859	-0.088	-0.311	0.201
O	-20.338	-1.656	23.123	0.051	-0.588	0.249
O	-15.166	3.304	-4.941	-0.054	-0.307	0.177
O	-22.007	2.719	25.31	-0.203	0.18	-0.023
O	-19.749	2.95	-6.275	0.594	-0.113	-0.416
O	-15.966	0.501	24.871	0.423	-0.046	-0.368
O	-19.162	5.363	22.252	-0.064	0.202	0.247
O	-17.608	-6.275	23.612	0.306	-0.054	-0.063
O	-20.056	-7.258	23.05	-0.544	0.045	0.518
O	-13.507	-6.116	-4.862	0.148	-0.164	-0.695
O	-13.541	-0.01	22.259	-0.096	0.272	0.2
O	-11.563	6.56	23.457	0.394	0.133	0.005
O	-15.019	5.088	25.374	0.235	0.146	0.215
O	-8.223	-0.205	22.278	0.1	0.012	0.227
O	-18.456	1.126	25.27	-0.359	0.114	0.123
O	-10.589	-7.096	23.022	-0.144	-0.546	0.099
O	-16.928	5.152	-5.592	0.109	0.011	-0.421
O	-13.633	-5.413	21.84	-0.164	0.141	0.367
O	-11.629	-4.628	23.15	-0.051	0.601	0.511
O	-10.431	-0.461	24.896	0.215	0.185	-0.19
O	-9.451	6.946	-5.59	0.11	0.388	-0.158
O	-1.464	6.94	23.187	-0.04	0.177	0.33
O	-8.021	5.229	22.334	0.072	-0.186	0.449
O	-6.136	6.876	23.197	-0.074	0.146	0.19
O	-12.777	-6.842	24.263	0.154	-0.429	0.21
O	-4.674	-5.91	26.113	0.298	0.001	0.272
O	-7.219	-1.374	-7.011	-0.202	0.215	-0.512
O	-6.53	-4.324	23.312	0.208	0.186	0.522
O	-0.038	2.657	22.158	0.112	-0.053	0.137
O	-2.067	-0.819	-2.651	0.408	0.438	-0.026
O	0.168	-7.975	22.012	-0.064	0.013	0.171
O	-4.282	-7.592	23.085	-0.41	0.07	0.081
O	-2.734	-5.588	22.157	-0.339	-0.123	0.248
O	-3.281	-4.056	24.824	-0.491	0.132	-0.299
O	4.26	1.711	-1.452	0.089	0.632	-0.639
O	-0.797	-3.628	-4.882	0.321	0.206	0.294
O	1.22	-6.55	-1.382	-0.2	-0.013	-0.358
O	1.747	0.965	-2.97	-0.259	0.199	0.49
O	7.03	1.729	-5.594	-0.537	-0.204	-0.502
O	16.989	2.631	-5.414	-0.09	-0.323	-0.538
O	13.031	-6.967	-0.752	0.523	-0.012	0.1
O	8.646	3.739	-5.05	-0.005	0.555	-0.382
O	5.863	-6.76	-3.826	-0.052	-0.115	0.374
O	6.578	-4.469	23.779	-0.22	0.025	-0.31
O	22.022	2.38	24.99	-0.175	-0.564	0.14
O	8.084	1.923	-3.225	0.043	-0.147	0.435
O	6.384	4.353	-1.239	-0.267	-0.23	-0.221
O	-25.08	-6.475	25.022	0.053	0.34	-0.191
O	27.616	-1.202	-3.984	-0.387	-0.026	-0.048
O	-8.913	0.519	-6.236	0.101	0.483	0.087
O	14.71	3.606	-6.26	-0.371	-0.345	-0.36
O	19.521	-2.282	-5.68	0.214	0.047	0.227
O	10.975	-5.497	-0.25	-0.039	-0.235	-0.618
O	21.445	0.946	-1.398	0.195	-0.41	0.068
O	19.289	-5.427	25.319	-0.606	0.137	0.172
O	20.756	1.023	-3.972	-0.208	-0.273	0.191
O	23.471	7.032	-2.976	-0.053	-0.09	0.228
O	26.281	-0.607	-6.138	-0.556	-0.031	0.136
O	27.167	5.304	-6.723	-0.478	-0.07	0.415
O	23.083	-3.025	-3.052	0.226	-0.047	0.244
O	-6.951	4.998	-4.295	-0.011	0.221	0.612
O	16.354	7.217	-4.047	-0.151	0.169	0.328
O	28.561	-1.091	-1.56	0.095	0.679	-0.382
O	25.488	-0.917	24.538	0.079	-0.153	0.08
O	-24.371	-2.89	-0.024	-0.167	-0.097	0.221
O	29.356	5.979	-5.509	-0.319	0.429	-0.163
O	32.374	-5.78	-3.577	0.25	0.166	-0.892
O	-26.744	1.263	-1.031	0.107	-0.243	0.122
O	10.609	-4.814	-3.813	0.444	-0.006	0.492
O	-6.418	-6.969	-5.792	-0.212	0.339	-0.247
O	-3.973	3.648	-1.315	-0.409	-0.376	-0.084
O	25.561	-5.283	25.57	-0.316	-0.068	0.001
O	-25.346	-7.406	-4.36	-0.629	-0.426	0.55
O	-30.962	6.829	-5.433	-0.465	-0.19	-0.693
O	-22.205	3.638	-2.652	-0.276	-0.289	-0.15
O	-3.954	2.449	-5.803	-0.066	-0.049	-0.38
O	4.122	6.791	23.322	-0.151	-0.2	0.264
O	-31.191	7.237	24.463	-0.222	-0.01	0.141
O	-27.519	-6.85	25.577	-0.54	-0.587	-0.109
O	29.119	3.927	-1.32	0.195	0.164	-0.064
O	24.423	2.617	-0.074	-0.261	0.039	-0.255
O	-15.244	-2.022	-4.004	-0.308	-0.26	-0.212
O	-27.648	2.704	25.045	-0.171	0.241	0.283
O	-22.587	7.169	22.859	0.141	0.365	0.07
O	24.306	-5.154	-4.118	0.091	0.036	-0.254
O	-23.057	-5.071	-6.867	-0.571	0.313	0.345
O	-23.822	-5.273	-3.949	0.347	0.076	-0.463
O	-29.511	-2.292	25.055	-0.261	-0.212	0.157
O	-2.406	-1.536	-5.118	-0.011	0.213	-0.522
O	-26.483	-1.847	-3.831	0.135	-0.327	-0.484
O	20.55	-6.541	-5.806	-0.343	-0.132	-0.125
O	-25.093	3.314	-1.02	0.139	0.316	-0.297
O	-26.76	0.853	-6.291	-0.271	-0.445	-0.057
O	-15.763	0.383	-3.189	0.13	0.424	-0.17
O	-15	-4.517	-3.225	-0.579	-0.292	0.306
O	-1.434	-6.868	-5.787	-0.223	-0.249	-0.384
O	-25.889	-5.292	-5.862	0.29	0.193	-0.339
O	-25.19	1.664	-3.191	-0.335	0.118	-0.469
O	18.712	4.565	-5.974	0.387	0.002	-0.164
O	4.927	-7.66	25.206	0.633	-0.176	-0.17
O	13.223	0.603	25.215	-0.286	0.569	0.022
O	31.72	1.852	25.463	0.152	-0.223	-0.087
O	-22.164	3.143	-5.283	-0.645	0.107	-0.088
O	3.507	-5.796	-3.299	-0.186	-0.232	0.049
O	14.467	-1.42	24.13	0.125	-0.025	-0.359
O	-18.083	-3.675	-1.287	-0.108	-0.27	-0.336
O	-28.943	5.941	-1.296	-0.097	0.119	-0.518
O	-18.482	-6.94	-3.144	0.345	-0.372	0.438
O	-17.292	1.803	22.964	0.386	0.55	0.069
O	-12.851	2.054	-4.841	0.029	0.276	0.371
O	-14.369	7.5	24.836	0.158	-0.218	-0.34
O	-18.846	-4.833	25.355	-0.206	0.492	0.302
O	14.35	7.218	-1.277	-0.16	-0.131	-0.452
O	-18.871	-0.022	21.935	0.025	-0.029	0.384
O	-14.515	-2.501	-1.475	0.404	-0.54	-0.018
O	-30.871	-3.22	-5.994	0.208	-0.538	-0.368
O	-14.099	6.756	-5.881	-0.27	0.099	0.316
O	-16.625	3.029	25.155	-0.462	0.237	0.319
O	-24.592	-3.175	-2.697	-0.111	-0.053	0.208
O	2.612	5.653	-4.096	-0.271	-0.153	0.386
O	-11.751	4.134	24.462	-0.347	-0.264	0.067
O	-13.342	-0.363	-4.23	0.322	-0.241	0.055
O	-15.122	-7.139	23.052	-0.335	-0.201	0.236
O	-8.93	4.288	-5.782	-0.621	-0.43	-0.375
O	-18.876	0.598	-5.492	-0.042	-0.373	0.455
O	-28.224	-6.798	-2.689	-0.128	-0.308	0.371
O	-6.52	1.458	23.248	-0.225	0.04	0.499
O	-23.946	1.076	-1.052	0.173	-0.066	-0.231
O	-17.925	7.446	23.235	0.649	0.002	0.593
O	31.076	6.862	-1.308	0.441	-0.125	-0.333
O	1.071	4.799	-1.234	0.401	0.519	0.001
O	-16.361	-5.506	-0.419	0.014	-0.054	-0.481
O	-16.605	7.075	26.114	-0.253	0.53	-0.163
O	19.206	-5.696	-3.702	0.155	0.076	0.63
O	-0.312	5.584	-3.428	-0.243	-0.117	-0.58
O	-1.422	-5.922	24.999	-0.069	-0.475	-0.177
O	-17.2	6.271	-1.175	-0.432	-0.157	-0.593
O	-2.771	3.19	-3.565	-0.429	0.293	-0.275
O	-3.278	-3.939	-5.781	-0.103	-0.329	0.13
O	-1.098	0.598	23.28	-0.322	-0.252	0.056
O	-2.437	-0.631	25.156	0.026	-0.259	0.556
O	7.876	-1.622	-1.618	0.415	-0.335	-0.008
O	21.999	2.32	-5.757	0.135	0.043	0.472
O	-11.769	6.443	-4.514	-0.02	-0.126	0.275
O	20.482	6.802	-1.704	0.473	-0.346	-0.092
O	-22.813	-3.437	22.865	0.578	0.284	0.17
O	8.028	-5.306	-3.2	-0.402	0.045	0.172
O	-5.148	-4.659	-3.514	0.128	0.116	-0.366
O	3.802	-3.829	-1.547	0.148	0.681	-0.279
O	32.425	0.17	-0.407	0.112	0.05	-0.243
O	-5.297	-2.679	21.993	0.049	-0.175	-0.01
O	-20.716	3.41	23.102	0.19	-0.087	0.157
O	1.137	-1.981	22.57	-0.297	-0.222	-0.046
O	0.595	-5.394	-6.376	0.338	-0.357	0.288
O	-22.721	-7.33	24.709	0.418	0.351	0.03
O	-4.148	-5.942	-1.373	-0.31	0.297	-0.105
O	-1.825	-2.657	-0.765	0.244	0.566	0.306
O	-0.69	-4.894	-1.163	-0.451	-0.227	-0.225
O	5.499	-5.517	-0.495	0.155	-0.054	-0.161
O	1.178	7.645	-3.087	0.281	0.213	0.428
O	3.819	-0.647	-2.57	0.206	-0.171	-0.303
O	-9.52	1.441	-1.703	0.136	0.037	0.404
O	-21.117	6.975	25	0.613	0.275	-0.185
O	12.32	3.322	-3.984	0.641	0.247	-0.294
O	28.042	-5.772	-1.243	-0.007	0.048	-0.064
O	-16.085	-6.591	-4.353	-0.028	-0.456	0.339
O	-29.982	8.07	-0.373	-0.26	0.011	-0.258
O	-3.747	6.327	24.279	-0.316	-0.032	0.457
O	-15.41	0.119	-5.735	0.296	0.361	0.12
O	-17.851	-3.738	23.011	0.149	0.632	0.204
O	8.213	2.739	-0.351	0.087	-0.127	-0.513
O	-22.8	5.96	-1.288	-0.329	0.132	-0.324
O	7.913	-0.115	25.334	0.378	-0.147	0.336
O	-6.566	-4.136	-1.464	0.189	-0.508	-0.142
O	5.63	0.976	-3.505	-0.188	0.478	-0.333
O	-7.535	7.01	-1.403	0.166	-0.431	-0.123
O	15.149	-4.56	-1.298	-0.047	0.433	-0.312
O	6.925	-2.653	25.569	0.477	0.026	0.429
O	-13.897	-3.945	25.108	0.243	-0.397	-0.021
O	20.667	-1.834	-2.826	-0.038	0.419	-0.635
O	17.507	-6.996	-5.13	-0.116	0.076	-0.534
O	32.293	-3.152	25.421	0.505	0.429	-0.279
O	18.433	-2.969	-3.379	-0.411	-0.371	-0.067
O	9.081	7.172	-1.348	0.153	-0.043	-0.636
O	-21.776	-0.144	-0.326	0.089	-0.044	-0.472
O	-11.049	-7.4	-4.7	0.438	0.06	-0.506
O	17.894	3.915	23.218	-0.054	-0.264	0.592
O	24.441	-2.739	-0.21	0.126	0.202	-0.124
O	-21.069	-3.59	-5.533	-0.207	0.259	-0.195
O	-18.893	6.262	-6.807	-0.012	-0.065	-0.608
O	14.015	-3.394	25.847	-0.21	-0.646	-0.082
O	16.43	4.865	25.688	0.142	-0.264	-0.598
O	1.906	-1.24	-4.251	-0.177	-0.097	-0.145
O	21.327	6.243	-4.12	-0.256	-0.249	-0.51
O	-4.322	-0.116	-3.761	-0.225	0.56	0.087
O	-27.814	2.873	-4.991	0.497	0.201	-0.145
O	-27.621	4.513	-3.005	0.478	0.245	-0.283
O	-8.336	2.846	-3.568	-0.099	-0.478	-0.401
O	-7.247	6.095	-6.665	0.371	0.254	-0.362
O	-29.93	4.979	24.782	0.272	-0.215	0.106
O	-4.822	3.406	22.924	-0.422	0.058	0.018
O	24.409	2.646	-6.686	0.307	-0.108	0.707
O	-5.583	7.116	-4.831	0.503	-0.162	0.305
O	23.466	6.74	-5.631	0.109	0.312	0.047
O	7.139	-7.437	-1.191	0.367	0.158	-0.316
O	-25.113	6.743	-5.967	-0.161	-0.417	0.241
O	-26.132	7.358	24.841	-0.656	-0.191	-0.389
O	12.097	0.835	-3.028	0.243	-0.226	-0.083
O	-30.005	3.554	-3.696	0.155	-0.6	-0.039
O	17.833	7.001	-6.236	-0.208	0.326	-0.471
O	-20.891	0.842	23.835	0.226	-0.067	-0.52
O	-15.137	4.648	-1.009	0.143	-0.339	-0.348
O	-2.693	-7.939	-0.44	-0.153	-0.093	-0.494
O	31.077	-4.434	-1.748	0.441	0.178	-0.343
O	27.175	5.46	-0.394	0.161	-0.139	-0.187
O	0.629	5.903	25.679	0.022	-0.013	0.084
O	29.66	7.377	-3.39	-0.366	-0.056	-0.48
O	-7.069	2.082	-1.319	0.361	0.257	-0.026
O	-8.409	-5.842	22.725	0.426	-0.057	-0.282
O	30.782	-6.971	-1.95	-0.014	-0.004	0.537
O	10.18	1.1	-1.187	-0.278	-0.022	-0.372
O	-23.721	6.477	25.141	0.212	-0.504	-0.173
O	8.48	2.46	25.765	0.287	0.307	-0.206
O	-26.735	5.151	-0.504	-0.044	0.762	0.128
O	-29.142	7.05	26.111	0.191	0.571	0.028
O	-28.768	5.318	-5.244	-0.015	-0.094	-0.384
O	-14.875	-2.132	23.169	-0.663	-0.459	0.09
O	-5.523	0.146	-0.446	-0.023	0.186	-0.582
O	-1.462	4.765	24.581	-0.397	-0.443	0.175
O	15.499	-0.367	-3.434	0.249	-0.187	0.5
O	25.535	0.247	22.199	0.09	-0.523	-0.136
O	-20.939	7.372	-5.573	0.328	0.346	-0.004
O	19.872	-3.754	-1.237	-0.207	-0.158	-0.136
O	17.578	4.009	-1.58	0.18	0.157	-0.257
O	-4.121	-1.827	-1.33	-0.46	-0.184	-0.279
O	4.97	4.794	-3.348	0.448	-0.064	-0.056
O	12.367	3.975	-1.454	0.206	-0.138	-0.281
O	-23.218	7.285	-4.16	0.006	-0.47	0.446
O	31.917	-3.153	-5.219	0.364	0.02	0.456
O	25.241	-6.411	22.702	0.45	0.437	0.128
O	22.803	-0.373	-3.268	0.331	0.012	-0.28
O	0.461	3.336	25.675	0.651	-0.048	-0.093
O	-10.25	-3.393	-3.434	0.204	0.183	0.28
O	-29.78	-3.358	-0.851	-0.482	0.041	0.219
O	-8.982	3.928	-1.255	0.231	0.223	-0.456
O	28.012	-5.995	-6.25	0.114	0.091	-0.124
O	-28.296	2.012	22.719	0.013	0.427	-0.069
O	-20.487	-5.372	-3.711	0.084	-0.075	-0.136
O	4.479	6.21	-1.158	-0.288	-0.117	-0.289
O	-4.043	1.204	24.151	0.521	0.146	0.413
O	-20.299	-6.335	-1.27	-0.305	0.323	-0.345
O	25.391	3.154	-2.778	0.404	0.6	0.032
O	-19.436	-2.969	-3.484	0.15	0.061	-0.646
O	-2.799	-3.248	-3.207	-0.073	-0.53	-0.19
O	27.043	2.456	21.983	0.175	0.178	0.338
O	13.09	4.288	22.711	0.693	-0.318	0.122
O	25.775	0.892	-1.391	-0.384	-0.343	-0.074
O	-12.551	-1.861	24.244	-0.075	0.028	0.065
O	-21.244	5.06	-6.713	-0.517	0.161	-0.166
O	-12.995	-7.868	-3.077	0.097	-0.268	0.094
O	23.481	-7.269	-1.265	0.1	0.267	-0.534
O	1.521	-1.34	-1.599	0.252	-0.561	-0.136
O	29.379	5.001	25.305	0.72	-0.015	-0.013
O	-12.878	-3.093	-3.555	0.216	0.394	-0.537
O	-11.902	-3.576	-1.291	0.064	0.533	-0.109
O	-10.167	-2.058	22.952	-0.368	-0.402	0.151
O	-17.669	7.648	-4.885	0.178	-0.399	0.257
O	-9.738	5.663	25.27	0.234	-0.171	-0.147
O	-14.997	6.737	-2.577	-0.194	-0.116	-0.619
O	30.531	-6.424	-6.234	-0.096	-0.539	0.089
O	-5.589	5.495	-0.474	-0.133	0.096	-0.291
O	24.48	5.472	22.087	-0.2	-0.018	0.158
O	19.232	2.148	-1.178	-0.183	0.41	-0.158
O	-14.712	-7.326	-1.244	0.129	0.088	-0.394
O	4.474	-3.121	24.954	-0.28	-0.43	-0.51
O	-22.051	-3.373	-3.173	0.069	0.625	0.253
O	-10.716	-5.673	25.355	-0.199	-0.415	0.536
O	28.879	3.909	22.977	0.493	-0.14	0.469
O	-18.291	-6.163	-5.634	0.235	0.629	0.139
O	22.841	4.674	-7.008	-0.337	0.002	-0.036
O	-0.28	-6.058	-3.498	0.529	-0.006	-0.441
O	-12.043	0.905	-1.293	-0.496	0.023	-0.345
O	25.826	-4.521	-1.386	-0.056	-0.274	-0.28
O	28.35	0.879	-5.514	0.424	-0.072	0.065
O	-1.428	4.19	-1.542	-0.187	0.187	0.136
O	-0.706	7.012	-1.322	0.18	-0.352	0.137
O	11.801	7.332	-5.374	0.115	-0.178	-0.098
O	10.816	5.578	-0.298	-0.093	0.063	-0.143
O	14.964	-0.136	-6.002	0.633	0.121	-0.254
O	-10.205	-0.99	-1.342	-0.34	-0.284	-0.441
O	20.472	4.19	23.857	0.006	0.206	-0.006
O	-6	-2.159	-3.221	0.298	0.109	0.212
O	-5.303	7.983	25.447	-0.018	-0.253	0.727
O	9.911	-4.898	-6.295	-0.073	0.731	-0.067
O	-28.766	7.867	-4.572	0.32	-0.237	0.29
O	-6.963	-6.467	24.868	-0.08	-0.425	-0.187
O	-22.453	-1.213	24.433	-0.333	0.304	0.311
O	2.618	3.001	-0.187	0.281	-0.189	-0.218
O	-2.124	1.734	-1.337	-0.202	-0.325	-0.26
O	2.815	8.103	-0.356	-0.081	-0.183	-0.558
O	-14.764	3.392	23.384	0.279	-0.511	0.02
O	-0.91	-3.5	25.802	0.015	0.479	-0.043
O	25.392	7.202	-1.223	0.058	-0.235	-0.101
O	7.64	-0.523	-4.106	-0.169	-0.357	-0.376
O	12.691	-1.323	-6.451	-0.472	-0.069	-0.212
O	-18.939	8.009	-0.309	-0.124	-0.211	-0.109
O	3.788	-1.67	-6.137	0.134	0.178	0.357
O	16.436	-0.1	-0.317	-0.185	0.024	-0.144
O	-9.776	7.269	-2.975	-0.295	-0.47	0.541
O	2.643	7.495	25.301	-0.013	0.133	-0.176
O	-5.157	-7.231	-3.366	0.153	-0.473	0.355
O	-17.635	1.185	-1.507	-0.385	0.283	-0.353
O	29.143	1.666	25.293	-0.224	-0.2	-0.189
O	-9.46	-4.334	-5.796	-0.367	-0.444	-0.063
O	-12.865	4.441	-5.57	0.524	-0.061	0.436
O	-5.012	4.821	-6.08	0.299	0.298	-0.294
O	9.487	-3.921	-1.53	-0.049	0.403	-0.17
O	26.466	-7.512	25.049	-0.022	-0.436	0.114
O	-28.499	3.205	-0.912	-0.3	-0.006	-0.215
O	-25.193	2.248	25.56	0.706	0.165	0.134
O	9.996	-0.768	-2.987	0.173	-0.164	-0.194
O	12.287	-3.797	-5.605	-0.194	0.112	-0.211
O	15.844	4.631	-4.159	0.281	0.012	0.512
O	-20.5	4.81	-1.066	0.453	0.284	-0.28
O	11.476	8.132	25.379	0.163	0.026	0.084
O	-32.613	3.094	-3.232	-0.176	-0.586	0.16
O	-10.791	-5.583	-0.262	-0.077	-0.226	-0.451
O	-12.941	7.043	-0.958	-0.189	0.145	-0.104
O	-5.059	-1.639	-5.628	0.662	0.166	0.018
O	29.718	-5.613	-3.908	-0.225	-0.015	0.35
O	31.807	6.809	-4.888	0.021	0.308	-0.578
O	-25.963	-6.777	-1.336	0.307	-0.167	-0.366
O	14.741	1.364	-1.495	-0.599	0.227	-0.082
O	17.022	-6.37	-1.17	0.27	0.16	-0.312
O	-26.336	-5.16	-3.319	-0.479	0.564	-0.188
O	18.853	-8.037	-0.427	0.008	-0.11	-0.551
O	20.812	-0.087	-6.436	0.118	0.166	-0.442
O	-2.768	4.913	22.313	0.514	0.171	0.016
O	23.744	-3.434	25.104	-0.297	0.294	-0.269
O	5.583	-5.152	26.04	-0.052	-0.11	0.241
O	18.967	-1.563	25.128	0.174	0.424	-0.293
O	16.146	5.614	-0.336	-0.019	0.086	-0.605
O	28.731	3.41	-6.019	0.163	-0.103	0.567
O	23.105	-3.376	-5.612	0.197	0.505	0.091
O	16.466	-2.563	25.287	-0.008	0.066	0.691
O	-15.9	-0.437	-0.687	0.03	0.321	0.375
O	8.745	-2.883	-3.779	-0.519	-0.086	-0.692
O	28.027	-1.022	25.271	0.078	0.427	-0.119
O	30.568	-0.431	24.774	0.571	-0.257	-0.403
O	-2.075	0.965	-4.651	0.591	-0.147	0.055
O	-32.571	5.423	-0.141	0.13	0.128	-0.311
O	8.209	-7.873	-3.529	0.216	-0.256	-0.117
O	30.731	4.915	-3.552	0.06	-0.001	0.599
O	10.309	1.812	-4.617	-0.336	-0.18	-0.433
O	-17.331	-1.028	-7.009	-0.215	-0.703	0.036
O	-20.165	2.259	-3.796	0.037	0.052	0.567
O	-12.118	6.215	26.053	-0.044	0.115	-0.131
O	18.942	7.397	-3.855	-0.095	-0.19	0.043
O	3.518	-4.514	22.763	-0.114	-0.102	0.282
O	5.249	-0.68	25.292	-0.208	0.416	0.147
O	18.45	-1.557	-1.249	-0.133	0.212	-0.292
O	2.672	-1.298	24.675	-0.003	0.485	-0.263
O	29.924	-2.75	-0.236	0.021	0.119	-0.182
O	-16.38	-4.261	24.992	0.092	0.724	0.298
O	-26.001	-1.602	23.111	-0.163	-0.233	-0.018
O	-5.072	-1.04	25.047	-0.191	0.021	-0.227
O	-6.921	-0.145	-4.643	-0.247	0.401	0.375
O	-24.16	-0.75	-3.5	0.3	-0.126	-0.211
O	7.745	-6.454	22.597	0.53	-0.151	0.165
O	-25.873	4.8	25.471	-0.421	0.215	0.339
O	-31.492	-6.394	-1.431	-0.072	0.301	-0.007
O	26.84	-5.472	-3.641	0.364	0.09	-0.349
O	-1.346	3.062	-5.879	-0.03	0.572	-0.265
O	-25.212	-0.369	25.371	0.289	0.165	-0.011
O	6.719	6.601	-2.48	0.071	0.263	-0.607
O	-8.873	-1.872	-5.029	-0.182	0.112	0.175
O	-15.191	-4.481	-5.849	-0.263	0.234	0.222
O	-19.963	-1.823	-1.21	0.126	0.124	-0.139
O	21.727	-5.443	-0.464	0.266	0.086	-0.4
O	-0.529	0.966	25.873	0.244	-0.168	0.038
O	-0.16	0.155	-0.405	-0.088	0.126	-0.042
O	-24.332	7.9	-0.353	0.129	-0.04	-0.523
O	26.119	0.959	-4.044	-0.332	-0.091	-0.372
O	10.033	3.673	-2.747	-0.421	0.042	0.35
O	-14.152	2.69	25.981	0.303	-0.45	-0.18
O	-30.207	2.393	24.594	-0.391	-0.352	0.001
O	-25.747	-1.229	-1.383	-0.208	0.102	-0.163
O	-5.679	2.858	25.328	-0.289	-0.02	-0.148
O	18.132	-3.722	23.713	-0.338	0.035	-0.225
O	-19.096	2.779	-0.273	-0.141	0.133	-0.39
O	-2.878	-6.073	-3.724	0.025	0.379	0.192
O	21.095	7.398	22.863	0.012	-0.173	0.249
O	-27.867	0.399	-3.953	-0.159	0.205	0.339
O	25.673	-3.774	23.336	0.052	-0.255	0.206
O	-28.96	0.192	24.463	0.148	-0.033	0.056
O	-32.395	-5.298	-6.546	0.319	-0.479	0.19
O	32.094	-7.599	25.314	-0.037	-0.358	0.191
O	1.664	7.573	-5.599	-0.188	0.03	-0.063
O	12.472	-8.116	-2.965	-0.553	0.308	0.021
O	-8.329	-2.617	-0.457	-0.222	-0.236	-0.484
O	17.112	1.595	-2.641	0.244	-0.362	-0.156
O	-13.635	2.664	-0.285	0.057	-0.119	-0.351
O	2.948	3.102	-3.884	0.009	-0.294	0.244
O	-31.039	3.769	-1.307	0.397	-0.261	-0.117
O	21.709	-5.013	-4.008	-0.167	0.195	0.299
O	9.704	-7.542	-6.36	-0.248	-0.427	0.007
O	30.241	1.611	-1.054	-0.146	-0.038	-0.123
O	4.113	-6.508	-5.794	-0.334	-0.053	-0.341
O	11.928	-6.393	-5.668	0.513	-0.063	0.325
O	-10.505	2.047	25.43	0.252	0.238	0.361
O	27.249	5.705	24.022	-0.248	0.657	-0.464
O	13.597	-2.714	-0.38	0.125	-0.085	-0.193
O	14.89	2.144	-3.971	-0.508	0.009	-0.076
O	4.594	3.47	24.986	-0.805	-0.22	0.254
O	29.484	-3.923	-5.779	-0.305	0.183	-0.551
O	-10.93	5.431	-0.375	-0.159	0.114	-0.388
O	-11.833	1.802	23.155	0.027	0.182	0.441
O	-11.515	0.317	-6.162	-0.084	-0.423	-0.289
O	28.825	8.108	-0.916	-0.19	-0.624	0.01
O	23.522	4.635	-4.048	-0.16	-0.199	-0.645
O	-13.538	5.37	22.251	-0.229	0.213	0.083
O	25.693	-6.824	-5.666	-0.306	-0.348	0.021
O	-14.949	-6.371	25.587	0.01	-0.237	0.34
O	25.26	-7.439	-3.18	0.172	-0.144	0.007
O	21.082	-7.526	-3.403	0.046	0.199	0.089
O	3.431	-3.345	-4.15	0.682	0.004	-0.137
O	-30.588	-2.956	-3.41	-0.485	-0.693	-0.082
O	-20.659	-5.815	-6.808	-0.176	-0.314	-0.01
O	12.683	1.209	-5.595	0.11	0.247	-0.305
O	-26.917	-2.393	25.331	0.006	0.033	0.438
O	22.98	2.237	-3.086	-0.01	-0.096	-0.138
O	-10.598	-3.002	25.473	0.126	0.253	0.434
O	18.742	5.772	24.934	0.06	0.414	0.005
O	-17.683	-1.315	-2.442	0.156	-0.117	-0.318
O	26.665	1.846	25.916	0.103	-0.426	0.176
O	-17.701	2.798	-4.61	0.173	-0.052	0.154
O	26.315	-2.948	25.788	0.396	-0.356	0.255
O	22.445	6.908	25.061	-0.245	-0.173	-0.076
O	-19.195	-5.375	21.553	-0.146	0.133	-0.076
O	7.671	-6.236	-5.617	-0.719	0.02	-0.395
O	-23.119	-4.82	-1.317	0.287	-0.268	0.089
O	-31.211	-0.368	25.769	-0.767	0.152	-0.213
O	-10.982	0.411	-3.604	0.509	-0.202	-0.282
O	-24.261	0.897	-5.585	0.342	0.185	-0.174
O	1.567	-3.692	24.417	-0.115	-0.114	0.293
O	-30.415	-6.35	-3.936	-0.191	0.528	-0.484
O	4.88	6.041	25.704	0.234	0.146	0.17
O	29.953	-2.252	-3.683	0.243	-0.019	0.06
O	31.553	3.407	-5.567	-0.148	0.153	-0.132
O	-29.349	1.008	-5.981	0.147	0.316	-0.636
O	22.399	-1.475	-1	-0.333	0.513	-0.126
O	-8.977	-7.156	-1.342	0.186	0.23	-0.429
O	11.422	5.755	-3.298	-0.353	0.095	-0.133
O	-21.161	5.886	-3.385	0.266	-0.151	-0.433
O	-28.256	-4.435	25.961	-0.293	0.09	-0.131
O	-28.3	-6.001	-5.299	-0.194	0.293	0.024
O	20.929	-7.36	24.962	-0.432	-0.099	-0.068
O	-20.109	-0.861	25.684	-0.042	-0.578	0.283
O	8.275	-6.04	25.091	0.164	-0.491	0.175
O	0.188	-7.849	25.642	0.038	-0.106	-0.254
O	6.107	3.938	22.922	0.077	0.069	0.006
O	-8.485	-4.385	25.017	0.247	0.291	0.119
O	30.125	2.47	-3.458	-0.168	-0.509	-0.326
O	-5.615	-3.507	25.861	-0.175	-0.373	-0.348
O	-22.577	1.236	-3.594	0.471	-0.397	0.191
O	1.458	-4.284	-2.666	-0.151	0.699	-0.278
O	14.459	-2.425	-4.872	-0.175	-0.489	0.277
O	-28.777	-1.915	-4.986	0.101	-0.003	-0.488
O	-1.186	-3.884	23.213	0.074	0.404	0.175
O	-14.852	-1.691	25.732	0.31	-0.248	0.613
O	0.364	3.091	-3.129	-0.018	-0.215	-0.247
O	27.839	1.993	-2.388	0.183	0.033	-0.323
O	14.976	6.249	-6.077	0.071	0.755	-0.357
O	-31.682	5.516	-3.281	-0.165	0.185	0.155
O	4.191	4.373	-5.811	0.04	-0.252	-0.219
O	-6.647	2.797	-5.607	-0.213	-0.491	-0.201
O	-28.66	-1.519	-2.368	0.407	0.091	0.229
O	30.102	-1.481	-6.219	0.214	0.482	0.25
O	27.945	-3.423	-2.51	-0.007	-0.219	0.343
O	14.813	-6.861	-2.601	-0.212	-0.293	-0.374
O	25.585	3.83	24.644	0.357	-0.067	-0.467
O	-7.63	-7.824	-3.604	-0.094	0.367	-0.242
O	-11.753	-5.494	-3.059	-0.001	-0.406	0.388
O	19.409	2.035	-5.993	-0.012	-0.361	-0.57
O	5.888	-0.162	-1.033	0.07	-0.035	0.402
O	1.543	-3.015	-6.05	0.069	0.072	-0.376
O	1.062	1.996	-5.373	0.085	-0.199	-0.057
O	-16.58	4.638	-3.118	-0.229	-0.227	-0.23
O	-9.658	3.298	23.175	0.422	-0.451	0.113
O	12.285	6.611	23.46	-0.014	0.096	-0.39
O	-7.717	-3.997	-3.868	0.136	-0.182	-0.22
O	-31.954	8.053	-3.204	-0.266	-0.177	0.185
O	21.856	-5.091	25.88	0.414	-0.152	-0.288

Results
total energy: -406618.767 eV
total energy less fixed offsets of O -438.25, Si -107.07 eV per atom: -5.967 eV
